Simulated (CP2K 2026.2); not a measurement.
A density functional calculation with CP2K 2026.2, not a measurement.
Periodic cell of 1182 atoms, Si850O332, from a study of silicon, its oxide and their interface. The atomic structure is a simulated model.
Doubt: the forces sum to 1.62 eV/angstrom along one axis rather than to zero, so they err by at least 0.0014 eV/angstrom per atom on average; the grid cutoff is modest.

Settings: functional PBE; method Gaussian and plane waves; basis set DZVP-MOLOPT-SR-GTH; pseudopotentials GTH-PBE; grid cutoff 350 Ry, relative cutoff 50 Ry; k points Gamma only; occupations fixed; spin none; net charge 0.

Cell vectors (angstrom)
a, 16.4025, 0, 0
b, 0, 32.805, 0
c, 0, 0, 40.2591

Atoms: element, x, y, z (angstrom)
Si, 0.0133, 0.0423, 40.2132
Si, 3.1703, 2.5957, 40.245
Si, 0.2746, 5.7599, 40.1533
Si, 3.1691, 8.4025, 0.1574
Si, 16.1184, 11.1014, 0.1004
Si, 2.6668, 13.4288, 0.2177
Si, 0.7687, 15.8208, 0.0532
Si, 2.8833, 18.924, 0.0755
Si, 16.031, 22.2575, 0.1107
Si, 2.9549, 24.3437, 40.2504
Si, 15.8901, 27.6165, 0.2636
Si, 3.0701, 29.785, 40.1039
Si, 5.3915, 0.2428, 40.1967
Si, 8.6153, 2.5478, 0.187
Si, 5.255, 5.9729, 0.0495
Si, 8.224, 8.1778, 0.3769
Si, 6.0622, 10.3771, 0.1422
Si, 8.1106, 13.8288, 0.0001
Si, 5.863, 16.0814, 40.2288
Si, 8.5825, 18.787, 0.1646
Si, 5.214, 22.1058, 0.1543
Si, 8.658, 24.357, 0.1517
Si, 5.3143, 27.5998, 0.0032
Si, 8.6654, 29.7726, 40.0537
Si, 11.5373, 32.137, 0.0688
Si, 14.2144, 2.3561, 40.132
Si, 10.2644, 5.8946, 40.0318
Si, 13.1608, 8.4023, 39.9759
Si, 10.8872, 10.598, 40.127
Si, 13.9285, 13.3662, 0.0369
Si, 10.8556, 16.6774, 40.2348
Si, 14.0633, 18.9862, 40.185
Si, 10.5764, 21.8253, 40.1431
Si, 13.5764, 24.2111, 0.4061
Si, 10.8757, 27.4594, 0.052
Si, 13.7078, 29.9945, 0.5854
Si, 1.504, 1.3896, 1.2303
Si, 4.2411, 4.2031, 1.3371
Si, 1.5489, 7.035, 1.3712
Si, 4.3852, 9.599, 1.6939
Si, 1.3257, 12.1185, 1.5665
Si, 4.2551, 14.8491, 1.3164
Si, 1.716, 17.4411, 1.5383
Si, 4.0773, 20.487, 1.4139
Si, 1.3492, 23.2658, 1.3724
Si, 4.139, 25.9716, 1.2931
Si, 1.3908, 28.6693, 1.2646
Si, 4.2288, 31.3836, 1.2173
Si, 7.0379, 1.2482, 1.3629
Si, 9.5552, 4.2603, 1.4014
Si, 6.846, 6.8033, 1.5915
Si, 9.6694, 9.5231, 1.5754
Si, 7.0506, 12.186, 1.3691
Si, 9.6905, 15.0386, 1.302
Si, 6.9167, 17.6448, 1.4209
Si, 9.6354, 20.3919, 1.5053
Si, 6.8837, 23.2602, 1.3692
Si, 9.7853, 25.8761, 1.5161
Si, 6.9573, 28.7464, 1.2484
Si, 9.7368, 31.2713, 1.3477
Si, 12.4545, 1.3073, 1.1757
Si, 15.2387, 4.1492, 1.1176
Si, 12.1408, 6.7829, 1.1168
Si, 14.8574, 9.4752, 1.2459
Si, 12.2391, 12.2053, 1.235
Si, 15.1992, 14.9652, 1.2666
Si, 12.4494, 17.817, 1.295
Si, 15.1141, 20.4905, 1.3987
Si, 12.1767, 22.8631, 1.5924
Si, 14.8842, 25.8842, 1.496
Si, 12.2578, 28.5906, 1.6507
Si, 15.251, 31.4365, 1.5149
Si, 0.1361, 2.8005, 2.6131
Si, 2.8284, 32.7669, 2.6128
Si, 16.3776, 8.2194, 2.6563
Si, 2.8386, 5.538, 2.732
Si, 0.0148, 13.6038, 2.8092
Si, 2.8111, 10.88, 2.8798
Si, 0.1618, 19.0127, 2.6885
Si, 3.0069, 16.1449, 2.8992
Si, 0.0087, 24.6047, 2.7754
Si, 2.6886, 21.8283, 2.7591
Si, 0.1746, 30.0318, 2.781
Si, 2.7409, 27.2912, 2.6806
Si, 5.6331, 2.74, 2.6755
Si, 8.3425, 32.6839, 2.7087
Si, 5.6002, 8.1601, 3.0123
Si, 8.1995, 5.4194, 2.8796
Si, 5.5892, 13.5183, 2.7402
Si, 8.3522, 10.9404, 2.863
Si, 5.5096, 19.08, 2.7234
Si, 8.3075, 16.3172, 2.7817
Si, 5.5186, 24.6402, 2.7167
Si, 8.1964, 21.8043, 2.7671
Si, 5.6006, 30.0892, 2.6671
Si, 8.248, 27.2917, 2.7102
Si, 11.05, 2.7488, 2.5835
Si, 13.7834, 0.0339, 2.7419
Si, 11.0131, 8.0846, 2.7788
Si, 13.6892, 5.4238, 2.4829
Si, 11.0126, 13.636, 2.6655
Si, 13.5904, 10.8622, 2.7066
Si, 11.1044, 19.1143, 2.7991
Si, 13.8006, 16.3769, 2.631
Si, 11.0237, 24.4628, 2.9001
Si, 13.7112, 21.6959, 2.8865
Si, 10.9275, 30.0015, 2.9032
Si, 13.643, 27.2339, 2.9197
Si, 1.4562, 4.1305, 4.0582
Si, 4.1862, 1.3651, 4.01
Si, 1.3512, 9.5164, 4.127
Si, 4.144, 6.8005, 4.245
Si, 1.4489, 14.9215, 4.1815
Si, 4.1776, 12.27, 4.1873
Si, 1.4013, 20.4188, 4.1424
Si, 4.2288, 17.6987, 4.163
Si, 1.3965, 25.9656, 4.1245
Si, 4.1248, 23.2249, 4.0685
Si, 1.4989, 31.4538, 4.1
Si, 4.1671, 28.6962, 4.0139
Si, 6.8744, 4.0331, 4.2014
Si, 9.6882, 1.3487, 4.0123
Si, 6.9785, 9.5845, 4.2587
Si, 9.606, 6.7949, 4.1734
Si, 6.9163, 14.938, 4.1364
Si, 9.6955, 12.3388, 4.1659
Si, 6.8484, 20.4362, 4.1299
Si, 9.6671, 17.7337, 4.1192
Si, 6.874, 25.9693, 4.1155
Si, 9.5509, 23.162, 4.1834
Si, 6.9206, 31.4138, 4.1109
Si, 9.5455, 28.6241, 4.198
Si, 12.4061, 4.082, 3.9952
Si, 15.167, 1.4341, 4.0582
Si, 12.3302, 9.4915, 4.1526
Si, 15.0283, 6.786, 3.9744
Si, 12.3999, 15.0083, 4.0247
Si, 14.9973, 12.2305, 4.1136
Si, 12.3714, 20.407, 4.2844
Si, 15.1381, 17.7091, 4.0766
Si, 12.3268, 25.86, 4.2802
Si, 15.0756, 23.185, 4.1468
Si, 12.3813, 31.4426, 4.1216
Si, 15.1028, 28.6851, 4.1249
Si, 16.38, 0.0187, 16.4215
Si, 2.6853, 2.7555, 16.4261
Si, 16.3662, 5.4743, 16.425
Si, 2.6863, 8.2103, 16.4242
Si, 16.377, 10.9355, 16.4328
Si, 2.7133, 13.683, 16.4338
Si, 16.3811, 16.4193, 16.4239
Si, 2.7243, 19.164, 16.4391
Si, 16.3953, 21.8872, 16.444
Si, 2.7342, 24.6136, 16.4348
Si, 16.3948, 27.3533, 16.4207
Si, 2.7284, 30.0852, 16.4122
Si, 5.4493, 0.0138, 16.4212
Si, 8.1838, 2.7627, 16.4238
Si, 5.415, 5.4944, 16.4298
Si, 8.1527, 8.2365, 16.4216
Si, 5.4305, 10.9541, 16.4244
Si, 8.1664, 13.7032, 16.43
Si, 5.4469, 16.4301, 16.4461
Si, 8.1672, 19.1585, 16.4407
Si, 5.4645, 21.8905, 16.4362
Si, 8.2031, 24.621, 16.4237
Si, 5.4751, 27.3406, 16.4243
Si, 8.203, 30.0749, 16.419
Si, 10.9351, 0.0164, 16.4229
Si, 13.6524, 2.7548, 16.4196
Si, 10.9104, 5.493, 16.4266
Si, 13.6417, 8.2154, 16.4294
Si, 10.8966, 10.9595, 16.4263
Si, 13.6325, 13.6824, 16.429
Si, 10.8988, 16.4282, 16.4401
Si, 13.6457, 19.1623, 16.4304
Si, 10.9079, 21.8884, 16.4288
Si, 13.6475, 24.6176, 16.4228
Si, 10.935, 27.3406, 16.4229
Si, 13.6674, 30.0894, 16.4282
Si, 1.3025, 1.4079, 17.7994
Si, 4.0119, 4.1523, 17.7938
Si, 1.2998, 6.8588, 17.7947
Si, 4.0355, 9.5987, 17.7802
Si, 1.3398, 12.3085, 17.7896
Si, 4.0643, 15.0672, 17.8022
Si, 1.3312, 17.8028, 17.7845
Si, 4.0894, 20.538, 17.8103
Si, 1.3699, 23.251, 17.8123
Si, 4.1074, 25.9798, 17.7965
Si, 1.3602, 28.7275, 17.7791
Si, 4.0779, 31.4531, 17.7875
Si, 6.7997, 1.4037, 17.7771
Si, 9.5284, 4.1493, 17.7953
Si, 6.7518, 6.9024, 17.7842
Si, 9.5029, 9.6192, 17.7867
Si, 6.7788, 12.3481, 17.7842
Si, 9.5044, 15.0865, 17.8109
Si, 6.7903, 17.8141, 17.8261
Si, 9.5183, 20.5424, 17.7998
Si, 6.8369, 23.2614, 17.7944
Si, 9.5648, 25.9814, 17.8019
Si, 6.8499, 28.6988, 17.7922
Si, 9.5581, 31.4572, 17.7793
Si, 12.2929, 1.3946, 17.791
Si, 14.9894, 4.1294, 17.8043
Si, 12.2632, 6.8673, 17.799
Si, 14.9935, 9.5853, 17.8046
Si, 12.2473, 12.3347, 17.7971
Si, 14.9937, 15.0629, 17.7779
Si, 12.2508, 17.8193, 17.7942
Si, 15.0012, 20.5339, 17.8036
Si, 12.2558, 23.2728, 17.7939
Si, 15.0156, 25.989, 17.7799
Si, 12.3013, 28.7116, 17.7848
Si, 15.0179, 31.4695, 17.8034
Si, 16.3279, 2.7654, 19.195
Si, 2.6704, 0.0174, 19.1264
Si, 16.3374, 8.2056, 19.1832
Si, 2.633, 5.5097, 19.1929
Si, 16.3552, 13.6772, 19.1194
Si, 2.6888, 10.9462, 19.1798
Si, 16.3697, 19.1616, 19.1631
Si, 2.6944, 16.451, 19.1501
Si, 16.3851, 24.6316, 19.1419
Si, 2.7402, 21.8952, 19.2039
Si, 16.3836, 30.082, 19.1482
Si, 2.7363, 27.3658, 19.1369
Si, 5.3917, 2.7733, 19.1088
Si, 8.1825, 0.0358, 19.1252
Si, 5.3563, 8.242, 19.1747
Si, 8.1359, 5.552, 19.1208
Si, 5.4089, 13.69, 19.1766
Si, 8.127, 10.9911, 19.1553
Si, 5.4425, 19.1981, 19.2081
Si, 8.1331, 16.4439, 19.2066
Si, 5.4801, 24.6156, 19.1696
Si, 8.1853, 21.9196, 19.1953
Si, 5.4722, 30.0767, 19.1292
Si, 8.2174, 27.344, 19.1865
Si, 10.9184, 2.7761, 19.1361
Si, 13.6646, 0.0524, 19.1798
Si, 10.8791, 8.2567, 19.133
Si, 13.6293, 5.5057, 19.1756
Si, 10.8667, 13.7084, 19.157
Si, 13.616, 10.9638, 19.1544
Si, 10.8568, 19.1689, 19.166
Si, 13.6271, 16.4481, 19.1305
Si, 10.8901, 24.6112, 19.2039
Si, 13.6098, 21.9057, 19.1506
Si, 10.9344, 30.0884, 19.1325
Si, 13.6473, 27.3359, 19.1644
Si, 1.2396, 4.1652, 20.5721
Si, 4.0285, 1.3953, 20.462
Si, 1.3099, 9.5667, 20.534
Si, 3.9577, 6.9091, 20.5777
Si, 1.3161, 15.05, 20.4574
Si, 4.0504, 12.3176, 20.5581
Si, 1.341, 20.5177, 20.5442
Si, 4.0171, 17.8468, 20.5386
Si, 1.3586, 26.0074, 20.4886
Si, 4.1421, 23.2589, 20.5685
Si, 1.3148, 31.4712, 20.5176
Si, 4.1202, 28.7132, 20.5033
Si, 6.6931, 4.2263, 20.4293
Si, 9.5364, 1.4218, 20.4818
Si, 6.6996, 9.6672, 20.4989
Si, 9.4884, 6.9295, 20.4903
Si, 6.7328, 15.0772, 20.563
Si, 9.4809, 12.3641, 20.5349
Si, 6.8116, 20.5891, 20.5801
Si, 9.4972, 17.826, 20.5761
Si, 6.8548, 25.9542, 20.5496
Si, 9.5246, 23.2622, 20.6224
Si, 6.8267, 31.4577, 20.485
Si, 9.598, 28.7332, 20.5333
Si, 12.2612, 4.1411, 20.5328
Si, 14.9758, 1.4275, 20.6218
Si, 12.2244, 9.6194, 20.5166
Si, 14.95, 6.8771, 20.584
Si, 12.242, 15.1001, 20.4844
Si, 14.9914, 12.3304, 20.5027
Si, 12.1826, 20.5836, 20.5033
Si, 14.9771, 17.8053, 20.5183
Si, 12.2692, 25.9834, 20.5518
Si, 14.9922, 23.2754, 20.4886
Si, 12.2867, 31.464, 20.4907
Si, 15.0341, 28.6989, 20.512
Si, 16.3455, 32.7951, 21.9577
Si, 2.6509, 2.7503, 21.8211
Si, 16.2745, 5.5208, 22.0209
Si, 2.5957, 8.2531, 22.0296
Si, 16.3193, 10.9106, 21.8575
Si, 2.6231, 13.6796, 21.8541
Si, 16.383, 16.4072, 21.8288
Si, 2.7057, 19.2031, 21.9836
Si, 16.3411, 21.9078, 21.8302
Si, 2.7563, 24.678, 21.841
Si, 16.3967, 27.3282, 21.8886
Si, 2.743, 30.108, 21.8224
Si, 5.3746, 32.7918, 21.7863
Si, 8.1031, 2.8793, 21.6828
Si, 5.335, 5.5267, 21.8944
Si, 8.0911, 8.3319, 21.8043
Si, 5.3786, 10.9698, 21.9961
Si, 8.0782, 13.6934, 21.9368
Si, 5.3145, 16.4476, 21.8995
Si, 8.1673, 19.251, 21.9649
Si, 5.5062, 21.9445, 22.0342
Si, 8.1419, 24.6031, 22.0318
Si, 5.5079, 27.3548, 21.8718
Si, 8.2494, 30.146, 21.8665
Si, 10.9291, 0.0493, 21.8353
Si, 13.5918, 2.8361, 22.0215
Si, 10.8599, 5.5492, 21.8168
Si, 13.5354, 8.2519, 21.9276
Si, 10.8914, 11.0222, 21.8767
Si, 13.6536, 13.7668, 21.8128
Si, 10.8587, 16.4091, 21.9003
Si, 13.5189, 19.1863, 21.7979
Si, 10.8951, 21.9034, 22.0191
Si, 13.6221, 24.5865, 21.903
Si, 10.9409, 27.3676, 21.9476
Si, 13.644, 30.0723, 21.8395
Si, 1.3902, 1.3725, 23.2574
Si, 3.8986, 4.1523, 23.243
Si, 1.1562, 6.9258, 23.4303
Si, 3.9728, 9.6373, 23.4025
Si, 1.294, 12.253, 23.2099
Si, 3.8721, 15.0942, 23.2692
Si, 1.2562, 17.7819, 23.2497
Si, 4.08, 20.621, 23.3894
Si, 1.3776, 23.2729, 23.1217
Si, 4.1278, 26.0069, 23.2592
Si, 1.3965, 28.7451, 23.1787
Si, 4.0985, 31.4108, 23.2596
Si, 6.7301, 1.4941, 22.9503
Si, 9.37, 4.2683, 23.086
Si, 6.7003, 7.0087, 23.1738
Si, 9.396, 9.7383, 23.1904
Si, 6.7114, 12.3831, 23.3829
Si, 9.4831, 15.0326, 23.2715
Si, 6.6762, 17.8848, 23.204
Si, 9.5314, 20.5692, 23.473
Si, 6.8271, 23.2683, 23.5578
Si, 9.5298, 26.0222, 23.3264
Si, 6.9192, 28.728, 23.1786
Si, 9.6216, 31.5126, 23.2457
Si, 12.1375, 1.4405, 23.2985
Si, 14.8972, 4.2341, 23.4886
Si, 12.1255, 6.8917, 23.2932
Si, 14.92, 9.6233, 23.2784
Si, 12.3071, 12.4311, 23.1904
Si, 15.0327, 15.0734, 23.2198
Si, 12.2115, 17.8274, 23.2134
Si, 14.8251, 20.6111, 23.1178
Si, 12.2735, 23.2947, 23.3886
Si, 15.0151, 25.9312, 23.2452
Si, 12.4007, 28.7109, 23.2983
Si, 14.9006, 31.4146, 23.2998
Si, 0.0453, 2.7435, 24.6214
Si, 2.7668, 32.7836, 24.695
Si, 16.0506, 8.2449, 24.8307
Si, 2.5776, 5.5514, 24.7351
Si, 16.2843, 13.5233, 24.5479
Si, 2.559, 10.9812, 24.7767
Si, 16.1523, 19.1914, 24.3316
Si, 2.4511, 16.3882, 24.7607
Si, 0.0288, 24.5415, 24.4978
Si, 2.6701, 22.0629, 24.6467
Si, 0.0041, 30.0315, 24.547
Si, 2.7907, 27.4464, 24.5501
Si, 5.3657, 2.7199, 24.4114
Si, 8.1455, 0.2791, 24.2896
Si, 5.3989, 8.2874, 24.7189
Si, 8.095, 5.6846, 24.4716
Si, 5.178, 13.7242, 24.6537
Si, 8.191, 11.0991, 24.7516
Si, 5.3873, 19.1873, 24.7515
Si, 7.9984, 16.4504, 24.4327
Si, 5.3202, 24.6782, 24.8448
Si, 8.2909, 21.9606, 25.0459
Si, 5.5896, 30.0452, 24.5328
Si, 8.1797, 27.414, 24.6791
Si, 10.4851, 2.7907, 24.4564
Si, 13.5074, 0.0639, 24.6899
Si, 10.6835, 8.3215, 24.4911
Si, 13.3299, 5.6478, 24.9252
Si, 10.9561, 13.7083, 24.6137
Si, 13.6484, 11.1012, 24.5971
Si, 10.8412, 19.0072, 24.7686
Si, 13.7626, 16.6059, 24.4843
Si, 10.9687, 24.7812, 24.7088
Si, 13.5864, 21.8571, 24.7575
Si, 11.0278, 30.0787, 24.6578
Si, 13.8267, 27.3313, 24.7078
Si, 1.475, 3.938, 26.1291
Si, 4.6056, 0.9912, 25.8875
Si, 0.9627, 9.732, 26.0841
Si, 4.3723, 6.5024, 25.97
Si, 1.1132, 14.7335, 26.1135
Si, 3.5441, 12.7331, 26.1239
Si, 1.0115, 20.6865, 25.5214
Si, 4.1594, 17.5152, 25.9854
Si, 1.3976, 25.9901, 25.721
Si, 3.534, 23.7342, 26.2392
Si, 1.0915, 31.5753, 25.9328
Si, 4.3344, 28.6486, 25.9689
Si, 6.6243, 4.2887, 25.5662
Si, 8.6763, 2.0256, 25.9208
Si, 6.9394, 9.5811, 26.0611
Si, 9.1005, 7.3091, 25.9842
Si, 6.4093, 15.3542, 25.7789
Si, 10.0182, 12.0593, 26.0691
Si, 7.047, 20.2139, 26.178
Si, 9.0693, 17.7871, 26.0141
Si, 6.4663, 26.3933, 26.0242
Si, 9.933, 23.4645, 26.3359
Si, 6.8672, 31.692, 25.6255
Si, 9.8825, 28.4924, 25.9486
Si, 11.7332, 4.0759, 25.8972
Si, 15.3371, 1.093, 25.8473
Si, 12.0542, 9.7916, 25.6261
Si, 14.1495, 7.5562, 26.3142
Si, 12.4941, 15.1436, 25.6864
Si, 15.2774, 12.0604, 26.2351
Si, 12.4705, 20.1166, 26.0727
Si, 14.9172, 18.0985, 26.0651
Si, 12.22, 26.2903, 26.1025
Si, 15.4194, 22.9147, 25.9162
Si, 12.0438, 31.6212, 26.1496
Si, 15.6246, 28.2834, 25.9886
Si, 0.9796, 3.0057, 28.9692
Si, 13.3289, 6.9068, 29.1378
Si, 8.6843, 7.357, 35.3801
Si, 6.7571, 7.5147, 33.368
Si, 5.0017, 10.8643, 28.1068
Si, 16.2322, 18.3355, 29.0135
Si, 2.449, 19.1287, 27.7243
Si, 0.9743, 22.4624, 30.5058
Si, 3.627, 21.8451, 28.7589
Si, 14.8866, 28.6779, 28.8978
Si, 2.6154, 30.0256, 28.2626
Si, 3.5427, 2.6706, 27.881
Si, 8.0157, 3.5667, 33.1304
Si, 6.6145, 1.6621, 31.2719
Si, 10.5288, 5.6219, 28.2166
Si, 3.755, 5.3769, 32.4263
Si, 12.2039, 15.6175, 28.5817
Si, 9.9813, 13.5787, 28.9142
Si, 6.2952, 20.5394, 29.2916
Si, 7.8909, 21.7851, 31.4646
Si, 8.3642, 25.4455, 28.3547
Si, 8.4874, 29.5458, 31.3983
Si, 11.3047, 29.9427, 32.7417
Si, 13.4133, 2.3859, 27.7091
Si, 9.1636, 5.6783, 30.9738
Si, 11.7527, 11.7677, 33.7812
Si, 10.1806, 11.412, 31.1584
Si, 14.7841, 14.4364, 27.5811
Si, 8.0669, 15.7672, 28.1379
Si, 15.5158, 20.2453, 31.0994
Si, 11.9067, 22.0076, 28.1601
Si, 14.6773, 23.3623, 28.8464
Si, 9.5316, 28.3185, 28.8752
Si, 12.3373, 28.4047, 30.3692
Si, 14.0752, 1.8593, 32.0585
Si, 3.0081, 8.417, 28.0082
Si, 11.7777, 5.4797, 32.3106
Si, 12.1402, 9.3088, 31.0027
Si, 7.5249, 10.4942, 32.7615
Si, 14.2463, 10.2949, 32.7711
Si, 15.7927, 22.1549, 37.4092
Si, 5.5784, 24.4368, 36.4396
Si, 1.0527, 29.0572, 30.5319
Si, 6.5638, 6.7041, 30.5587
Si, 3.8333, 1.3904, 35.4308
Si, 5.3078, 4.0887, 29.9832
Si, 6.8081, 11.4083, 35.6521
Si, 7.3165, 17.6154, 30.2892
Si, 10.5331, 22.6669, 30.8035
Si, 6.9441, 20.4784, 33.9902
Si, 8.3524, 24.6413, 31.2429
Si, 7.4789, 27.1986, 32.9644
Si, 9.1737, 32.3989, 27.478
Si, 13.4738, 4.2853, 30.1974
Si, 1.6853, 3.539, 31.7485
Si, 13.4886, 7.5097, 33.8926
Si, 4.7926, 10.8859, 31.3039
Si, 11.0626, 8.9859, 34.0401
Si, 16.2141, 17.5065, 31.8548
Si, 11.7922, 16.2407, 32.8791
Si, 2.0237, 18.1655, 33.8184
Si, 13.0326, 21.7493, 32.3684
Si, 13.5565, 26.0854, 29.0796
Si, 13.2081, 32.4355, 28.8035
Si, 0.3457, 27.7989, 33.2247
Si, 15.8648, 0.5434, 30.0614
Si, 2.2907, 4.4937, 37.9564
Si, 14.9352, 5.2954, 35.6955
Si, 2.3017, 11.2258, 36.0453
Si, 9.7977, 4.9115, 37.0388
Si, 1.6911, 22.0397, 35.7188
Si, 5.1739, 13.9802, 34.4835
Si, 14.1919, 26.6933, 34.3912
Si, 3.7258, 20.7521, 34.0087
Si, 1.066, 30.8771, 38.0547
Si, 2.2779, 23.2213, 33.1254
Si, 3.6413, 1.0168, 32.3463
Si, 10.8688, 3.5283, 34.6116
Si, 2.8496, 12.2875, 33.2541
Si, 5.3358, 4.2478, 34.8386
Si, 4.4387, 16.7415, 35.1457
Si, 10.5593, 17.4714, 30.555
Si, 2.4215, 25.9296, 34.5518
Si, 7.6467, 22.4639, 36.0437
Si, 8.7829, 32.4367, 30.5208
Si, 5.1686, 26.765, 34.5624
Si, 11.3169, 30.869, 35.7235
Si, 2.1775, 31.7102, 30.5889
Si, 15.9468, 3.1605, 33.8124
Si, 9.0831, 11.9956, 37.8779
Si, 12.6209, 15.1764, 38.0056
Si, 9.2707, 18.8936, 35.1427
Si, 14.5151, 15.0808, 33.0863
Si, 11.5168, 19.0606, 32.8154
Si, 10.4734, 23.7063, 36.1321
Si, 13.7214, 29.1002, 36.1624
Si, 12.1007, 25.4769, 38.2504
Si, 4.0269, 8.036, 30.7666
Si, 1.0877, 2.429, 36.2378
Si, 4.9584, 6.0078, 37.376
Si, 14.9746, 15.4784, 36.1687
Si, 3.7403, 10.9535, 38.6694
Si, 16.1553, 18.3307, 36.0132
Si, 4.944, 18.0522, 37.9716
Si, 2.6406, 24.5443, 37.2988
Si, 0.1672, 29.6193, 35.5771
Si, 7.3367, 26.2263, 38.2079
Si, 6.1759, 0.2891, 37.1089
Si, 10.3717, 1.1185, 38.4183
Si, 5.9997, 8.5096, 35.9477
Si, 7.9361, 2.5474, 37.6496
Si, 6.6646, 16.2377, 33.1751
Si, 16.1522, 12.5325, 33.0873
Si, 6.8724, 20.4524, 38.2821
Si, 9.4085, 15.9714, 34.7987
Si, 7.5016, 27.9989, 35.8287
Si, 13.7797, 19.9015, 37.1172
Si, 11.6672, 32.7294, 31.4336
Si, 8.3158, 30.7848, 36.9547
Si, 12.1874, 1.1372, 35.9798
Si, 14.5311, 2.589, 37.0991
Si, 15.1237, 7.3501, 38.022
Si, 16.2344, 12.7187, 36.2203
Si, 10.7118, 13.6689, 35.9645
Si, 16.3978, 10.1178, 37.4506
Si, 10.9249, 20.7187, 37.1045
Si, 0.4107, 18.2702, 38.9658
Si, 14.4983, 24.8003, 36.561
Si, 12.7394, 24.0875, 34.347
Si, 15.8701, 28.36, 37.9196
O, 0.6401, 29.201, 34.0623
O, 0.6205, 32.2932, 38.7496
O, 1.5975, 3.9496, 36.5779
O, 2.9599, 3.2144, 38.7173
O, 15.8973, 7.0303, 39.4278
O, 1.1593, 5.0382, 38.9776
O, 3.0145, 9.5605, 39.1984
O, 15.8917, 4.6432, 34.5211
O, 0.3909, 10.3951, 39.0095
O, 1.2825, 9.9979, 36.4274
O, 1.6175, 14.4896, 39.7521
O, 1.4701, 12.625, 36.3354
O, 0.8555, 16.6944, 38.8951
O, 15.9982, 16.7122, 35.929
O, 3.7656, 18.5794, 38.9719
O, 1.4062, 19.3683, 39.6788
O, 0.1128, 21.8538, 38.8406
O, 14.7998, 23.3177, 39.9814
O, 2.2249, 24.9006, 38.8352
O, 6.767, 25.0198, 37.3272
O, 13.5864, 25.6825, 37.5887
O, 13.3342, 27.8968, 35.1061
O, 4.173, 28.6314, 39.5938
O, 2.5255, 30.4497, 38.6673
O, 4.2645, 1.4062, 39.9091
O, 6.6359, 1.8779, 36.944
O, 10.0989, 1.9883, 39.793
O, 5.9178, 32.6569, 38.6646
O, 5.7664, 5.6037, 38.7525
O, 4.1883, 7.1918, 39.9212
O, 10.3989, 5.1187, 38.5452
O, 9.1716, 7.1399, 39.695
O, 5.337, 10.8811, 39.0033
O, 3.194, 12.3404, 39.3556
O, 8.6623, 13.2674, 38.8077
O, 8.2045, 16.1147, 33.7151
O, 5.5869, 16.7646, 38.7422
O, 4.3907, 17.5985, 36.516
O, 9.6558, 17.722, 39.6759
O, 7.9596, 19.7576, 39.2564
O, 4.0514, 23.155, 39.8373
O, 5.8586, 21.4552, 39.0534
O, 9.5358, 23.0745, 39.7382
O, 8.3493, 25.5091, 39.2505
O, 8.0703, 27.2578, 37.1723
O, 6.0993, 26.9572, 38.9649
O, 8.2609, 30.4363, 38.5615
O, 9.8646, 31.0177, 36.4491
O, 10.7894, 32.4212, 38.8659
O, 14.2836, 28.4375, 37.538
O, 10.9291, 4.2765, 36.0586
O, 13.9234, 2.8836, 38.5809
O, 8.9716, 1.2752, 37.6079
O, 11.5035, 1.6205, 37.3822
O, 15.8479, 12.5689, 34.6672
O, 13.5911, 7.637, 38.5436
O, 9.7751, 10.9021, 38.902
O, 12.0287, 9.5489, 39.5077
O, 15.0906, 12.2881, 39.7772
O, 13.2157, 13.9794, 38.9334
O, 6.9456, 14.9062, 39.7908
O, 11.7045, 16.1868, 38.897
O, 15.4475, 18.1152, 39.864
O, 13.6093, 19.3103, 38.6304
O, 10.8695, 20.9087, 38.7497
O, 12.2617, 19.9624, 36.5561
O, 12.4225, 24.4982, 39.5068
O, 13.4337, 23.8442, 35.7922
O, 9.7735, 28.5688, 39.754
O, 11.5239, 26.864, 38.8934
O, 14.6323, 28.7078, 40.2472
O, 12.7178, 30.9997, 39.8982
O, 2.9662, 3.2435, 26.4532
O, 10.7727, 4.3584, 27.2236
O, 4.5503, 1.491, 27.4733
O, 2.2615, 2.0347, 28.6626
O, 1.5716, 8.8086, 27.3381
O, 8.8441, 10.8584, 31.9
O, 5.5657, 5.3616, 26.3854
O, 3.6767, 7.0693, 27.3642
O, 15.6576, 17.8428, 27.5661
O, 2.3389, 13.7508, 26.7386
O, 4.4223, 12.2349, 27.4343
O, 5.079, 11.1031, 29.7188
O, 1.6279, 19.3772, 26.348
O, 3.1867, 20.5373, 27.9329
O, 5.3501, 16.448, 26.4349
O, 3.5545, 17.9624, 27.4709
O, 0.3448, 27.0961, 26.4924
O, 2.3968, 24.9409, 26.6447
O, 4.8754, 21.2995, 29.6883
O, 4.0175, 23.0214, 27.6804
O, 1.4843, 30.678, 27.2759
O, 16.3925, 32.7257, 26.4417
O, 3.8105, 29.4465, 27.3334
O, 5.3423, 27.4901, 26.5889
O, 7.6189, 2.1386, 32.4638
O, 7.6423, 3.2445, 26.4442
O, 9.3408, 3.3656, 34.0537
O, 10.5745, 32.1892, 26.6644
O, 8.0019, 8.4103, 26.5757
O, 6.4282, 10.3992, 27.4327
O, 8.1794, 6.9368, 30.535
O, 9.6522, 6.7265, 27.4182
O, 7.2571, 14.7998, 27.1006
O, 8.9473, 14.8141, 29.1143
O, 9.6984, 12.8401, 27.4923
O, 9.7144, 12.5538, 30.1311
O, 7.4519, 21.5049, 29.9242
O, 6.3823, 20.5757, 27.6681
O, 8.1497, 19.0386, 26.5847
O, 9.1172, 16.7662, 27.3398
O, 7.0968, 25.8526, 27.4412
O, 11.416, 22.917, 26.8772
O, 9.2007, 24.2789, 27.575
O, 7.9511, 31.4834, 26.8724
O, 5.5906, 32.5155, 26.2366
O, 9.347, 29.045, 27.4267
O, 8.4231, 28.9347, 29.8926
O, 12.6927, 2.7961, 26.3254
O, 9.7489, 5.109, 29.5608
O, 14.8767, 1.8906, 27.2199
O, 11.0666, 10.8179, 26.5365
O, 10.9084, 10.5465, 34.4621
O, 12.987, 8.7526, 26.5427
O, 14.4009, 7.2655, 27.9506
O, 11.8418, 15.9044, 27.0144
O, 13.8278, 14.2957, 26.2334
O, 16.3381, 10.8658, 26.723
O, 15.0298, 12.8012, 27.7378
O, 11.8509, 20.4899, 27.5766
O, 13.6664, 19.0646, 26.497
O, 1.4141, 18.732, 28.9089
O, 15.3654, 19.6409, 29.5708
O, 11.0799, 27.4394, 26.4222
O, 12.8014, 25.8994, 27.6293
O, 15.0743, 23.7503, 27.3154
O, 0.0482, 21.6917, 26.4814
O, 12.9496, 31.4169, 27.5491
O, 12.3138, 32.0456, 30.1026
O, 15.0825, 29.0926, 27.3366
O, 13.4752, 29.209, 29.5181
O, 4.2594, 3.8217, 28.7774
O, 16.1444, 2.2077, 37.1737
O, 0.6994, 3.9577, 27.6501
O, 10.3572, 6.2206, 31.9627
O, 7.4018, 8.8663, 32.7208
O, 7.1358, 9.1962, 39.8342
O, 4.2283, 9.3887, 31.6326
O, 7.6702, 11.0397, 34.2945
O, 12.9277, 6.5869, 32.6496
O, 2.8744, 8.175, 29.6222
O, 16.1921, 17.2218, 30.2337
O, 15.3648, 16.3803, 32.6298
O, 15.5238, 18.9785, 32.1304
O, 2.1256, 23.0688, 36.8854
O, 7.1609, 20.6518, 32.3818
O, 2.3226, 22.3437, 29.6085
O, 1.4291, 23.4421, 31.7467
O, 1.2497, 22.7293, 34.3
O, 14.8849, 27.0387, 28.9317
O, 15.9996, 29.3324, 29.8727
O, 3.0604, 31.2432, 29.2818
O, 16.1799, 2.0325, 29.4633
O, 4.5145, 2.8732, 35.1951
O, 2.2414, 4.8057, 32.5905
O, 6.7454, 3.9668, 34.07
O, 5.2077, 1.1831, 31.9351
O, 6.2748, 2.814, 30.1844
O, 1.4287, 3.9821, 30.2011
O, 8.3302, 4.5724, 31.8607
O, 12.0049, 6.2367, 28.4787
O, 7.8677, 6.6081, 34.1667
O, 3.9724, 9.6777, 27.7142
O, 7.7958, 11.5711, 36.946
O, 11.4886, 14.214, 29.0425
O, 3.7568, 13.4859, 33.8599
O, 6.9955, 16.582, 29.0708
O, 9.5204, 21.6112, 31.5443
O, 6.5438, 19.0341, 29.9523
O, 5.3258, 20.479, 34.252
O, 3.4581, 22.0591, 33.0252
O, 7.7386, 24.9145, 29.7626
O, 7.55, 23.3489, 31.8879
O, 7.4636, 0.5671, 30.4375
O, 8.2183, 31.1459, 31.3576
O, 13.3645, 3.6703, 28.6966
O, 8.9074, 1.2137, 27.3394
O, 15.1492, 0.7416, 31.528
O, 12.6704, 1.1343, 28.43
O, 12.0743, 4.5779, 30.987
O, 12.6824, 8.1041, 30.0625
O, 14.1372, 5.7775, 30.0458
O, 12.2912, 8.2035, 34.7623
O, 11.1911, 12.0541, 32.2746
O, 5.5076, 7.8255, 30.0235
O, 16.2973, 15.0771, 27.2732
O, 13.8495, 15.2904, 28.6686
O, 11.5915, 16.9402, 29.3705
O, 0.5455, 21.0331, 31.1905
O, 14.3317, 21.281, 31.5139
O, 12.0039, 22.5595, 31.4326
O, 10.7212, 22.25, 29.2487
O, 14.0539, 24.6464, 29.6314
O, 13.4291, 22.2874, 28.7236
O, 10.9495, 28.6849, 29.5815
O, 9.3391, 26.7108, 28.6886
O, 12.5695, 1.1885, 31.9844
O, 12.3549, 28.9491, 31.9314
O, 14.5071, 2.3853, 33.56
O, 0.8836, 27.913, 31.6822
O, 2.6884, 2.2518, 31.867
O, 0.224, 3.2271, 32.3534
O, 3.3715, 5.6413, 37.5438
O, 0.5413, 2.2441, 34.7131
O, 4.428, 5.2314, 33.8943
O, 5.6276, 5.0905, 36.1989
O, 3.6021, 11.8265, 31.8859
O, 5.9581, 12.7805, 35.2933
O, 6.0637, 14.6927, 33.2755
O, 13.4859, 10.1754, 31.3326
O, 1.3263, 17.5537, 32.4721
O, 2.9645, 21.0447, 35.4424
O, 2.9677, 16.9914, 34.4586
O, 14.6646, 19.045, 36.0092
O, 16.0559, 22.953, 29.6616
O, 1.0896, 26.5394, 33.8968
O, 2.0623, 28.8001, 29.2488
O, 3.5149, 0.7978, 33.9488
O, 9.2894, 31.9955, 29.0444
O, 11.6711, 31.5102, 32.5017
O, 7.3149, 32.039, 36.577
O, 5.1239, 7.6145, 37.002
O, 6.2117, 6.5668, 32.1698
O, 5.6075, 7.9664, 34.4383
O, 5.8082, 10.1323, 35.97
O, 6.7694, 16.954, 31.6981
O, 8.9706, 17.7553, 30.2724
O, 10.2244, 19.0748, 33.8163
O, 10.695, 16.2824, 31.6732
O, 7.7752, 21.7492, 34.5901
O, 6.0916, 22.9602, 36.0393
O, 8.2536, 25.9967, 32.1593
O, 9.9277, 24.1786, 31.0417
O, 5.8954, 26.8349, 33.1113
O, 7.4268, 28.6604, 32.2434
O, 2.8874, 24.6433, 33.6393
O, 12.4408, 30.0221, 36.5635
O, 9.893, 29.3852, 32.1874
O, 14.2012, 3.1814, 31.1196
O, 0.2947, 28.2503, 36.4915
O, 6.2584, 5.3703, 29.6853
O, 13.7836, 1.3721, 36.2749
O, 14.1573, 6.4773, 34.9217
O, 14.4372, 8.7539, 33.3598
O, 11.3881, 8.8944, 32.426
O, 10.9892, 10.2496, 30.3035
O, 11.5292, 13.1041, 34.6627
O, 10.2689, 12.3955, 36.8481
O, 1.3445, 12.7519, 32.8127
O, 15.2531, 13.7573, 32.4688
O, 12.9786, 15.1861, 32.527
O, 12.4363, 17.7348, 33.1409
O, 0.8218, 18.6982, 34.8223
O, 14.3441, 21.4261, 37.281
O, 13.3926, 22.8655, 33.486
O, 12.3511, 20.4306, 33.0364
O, 14.8062, 32.4788, 29.1632
O, 12.6291, 26.7907, 30.2491
O, 13.1659, 25.5679, 33.7526
O, 15.1534, 27.3918, 33.2607
O, 11.2163, 29.9427, 34.3662
O, 0.876, 32.5877, 30.1784
O, 3.1273, 32.4705, 31.6306
O, 1.6005, 30.3702, 31.3261
O, 15.4685, 6.0829, 37.0343
O, 3.5915, 6.8732, 31.8125
O, 4.5167, 4.3897, 31.3756
O, 15.7454, 14.1655, 36.7733
O, 2.7395, 11.1554, 34.4617
O, 3.5621, 11.1479, 37.0565
O, 0.3487, 18.7949, 37.4437
O, 3.0017, 19.4179, 33.3978
O, 6.1867, 11.163, 32.1082
O, 4.7369, 15.1713, 35.5288
O, 11.0024, 24.8256, 37.2086
O, 4.2541, 24.4785, 37.3314
O, 0.3069, 21.4027, 36.2704
O, 16.3808, 29.7755, 38.5787
O, 1.0053, 30.8083, 36.382
O, 8.1767, 27.3782, 34.4525
O, 4.8122, 0.3158, 36.1947
O, 2.4249, 1.472, 36.2952
O, 11.5873, 2.0724, 34.7695
O, 11.895, 32.3955, 35.5331
O, 9.3805, 6.3491, 36.4133
O, 7.6067, 8.2628, 36.2027
O, 14.1748, 3.9663, 36.261
O, 9.728, 8.293, 34.5887
O, 5.9983, 19.2472, 37.6299
O, 5.6481, 17.1604, 34.0932
O, 10.9092, 15.8535, 34.1723
O, 9.3363, 17.3462, 35.6898
O, 9.348, 14.5599, 35.6297
O, 2.1517, 25.573, 36.1273
O, 5.3585, 25.2278, 35.0481
O, 8.8273, 23.6119, 36.0888
O, 7.7323, 21.3725, 37.2435
O, 10.0918, 0.36, 31.2269
O, 3.5846, 27.08, 34.451
O, 7.7749, 29.5742, 36.0009
O, 5.8763, 27.7773, 35.6409
O, 8.5161, 3.8895, 36.938
O, 7.6204, 2.9836, 39.1876
O, 15.1784, 1.0441, 39.8034
O, 11.6969, 4.4574, 33.5679
O, 15.6066, 8.7201, 37.2874
O, 11.7203, 14.5834, 36.8145
O, 13.3159, 11.2682, 33.7281
O, 15.5392, 11.4431, 36.9751
O, 13.85, 15.9571, 37.2508
O, 9.7326, 19.8488, 36.3796
O, 11.0993, 18.8834, 31.2258
O, 15.6704, 11.0606, 32.5417
O, 14.365, 15.0754, 34.709
O, 15.6229, 23.7849, 37.1681
O, 7.7232, 19.186, 34.6338
O, 10.9808, 22.2208, 36.5088
O, 11.1115, 24.0386, 34.6341
O, 14.9558, 30.0074, 35.5196
O, 15.1202, 25.8736, 35.4873
O, 16.2256, 27.1418, 38.9364
Si, 0.0824, 0.0152, 5.4335
Si, 2.8025, 2.719, 5.4218
Si, 0.02, 5.4649, 5.4101
Si, 2.7312, 8.1823, 5.5264
Si, 16.4024, 10.895, 5.4915
Si, 2.7965, 13.5979, 5.5623
Si, 0.0715, 16.3498, 5.4811
Si, 2.8004, 19.0675, 5.4934
Si, 0.0422, 21.8127, 5.504
Si, 2.7747, 24.584, 5.4728
Si, 0.0458, 27.3283, 5.5079
Si, 2.835, 30.0575, 5.4501
Si, 5.5268, 0.001, 5.4363
Si, 8.3018, 2.663, 5.4643
Si, 5.5176, 5.4165, 5.5542
Si, 8.2963, 8.1708, 5.5745
Si, 5.5346, 10.9157, 5.5628
Si, 8.2851, 13.6358, 5.5415
Si, 5.5693, 16.3303, 5.5204
Si, 8.2578, 19.0872, 5.4896
Si, 5.4792, 21.8439, 5.4696
Si, 8.2069, 24.5805, 5.5151
Si, 5.4926, 27.3443, 5.4583
Si, 8.2219, 30.045, 5.5276
Si, 11.0033, 0.0112, 5.459
Si, 13.749, 2.7479, 5.4295
Si, 11.0177, 5.4025, 5.4442
Si, 13.7284, 8.1295, 5.4634
Si, 10.9971, 10.9027, 5.5144
Si, 13.6898, 13.6445, 5.4787
Si, 11.027, 16.3477, 5.4658
Si, 13.7789, 19.0318, 5.5381
Si, 10.9516, 21.8186, 5.5472
Si, 13.7354, 24.5196, 5.5739
Si, 10.9454, 27.2853, 5.552
Si, 13.7361, 30.0628, 5.4791
Si, 1.4292, 1.3739, 6.8137
Si, 4.1238, 4.0567, 6.8661
Si, 1.3565, 6.8022, 6.8515
Si, 4.1217, 9.5454, 6.8855
Si, 1.3785, 12.2482, 6.8795
Si, 4.1567, 15.0043, 6.8876
Si, 1.415, 17.7259, 6.8661
Si, 4.1307, 20.4737, 6.8542
Si, 1.4086, 23.2107, 6.8477
Si, 4.1306, 25.969, 6.8343
Si, 1.4346, 28.7131, 6.8307
Si, 4.1655, 31.4436, 6.8256
Si, 6.8919, 1.3414, 6.834
Si, 9.6364, 4.0609, 6.833
Si, 6.8847, 6.8041, 6.8931
Si, 9.6398, 9.5606, 6.9115
Si, 6.8967, 12.2886, 6.9111
Si, 9.6413, 15.0264, 6.873
Si, 6.8992, 17.7326, 6.8747
Si, 9.5862, 20.4562, 6.8913
Si, 6.8331, 23.21, 6.8593
Si, 9.5707, 25.9323, 6.903
Si, 6.8386, 28.6923, 6.8702
Si, 9.6164, 31.4442, 6.8354
Si, 12.3706, 1.3838, 6.8158
Si, 15.0846, 4.1072, 6.8176
Si, 12.3485, 6.7869, 6.836
Si, 15.0532, 9.5211, 6.8554
Si, 12.3414, 12.2868, 6.8713
Si, 15.0733, 15.0043, 6.8471
Si, 12.3589, 17.7071, 6.8747
Si, 15.0888, 20.4552, 6.89
Si, 12.3272, 23.1811, 6.9092
Si, 15.0903, 25.9503, 6.8799
Si, 12.343, 28.6955, 6.8486
Si, 15.1059, 31.4549, 6.8177
Si, 0.0425, 2.7306, 8.186
Si, 2.7789, 32.8023, 8.1927
Si, 0.0115, 8.1716, 8.2346
Si, 2.742, 5.4389, 8.2109
Si, 0.0209, 13.639, 8.2307
Si, 2.7503, 10.9046, 8.2509
Si, 0.0532, 19.0972, 8.2439
Si, 2.7727, 16.3705, 8.2397
Si, 0.0503, 24.579, 8.2316
Si, 2.7648, 21.8455, 8.223
Si, 0.0531, 30.078, 8.1949
Si, 2.7694, 27.3343, 8.2135
Si, 5.5125, 2.7013, 8.2129
Si, 8.2405, 32.7887, 8.217
Si, 5.4947, 8.174, 8.2388
Si, 8.2597, 5.4241, 8.22
Si, 5.5114, 13.6502, 8.262
Si, 8.2497, 10.914, 8.2666
Si, 5.5042, 19.1087, 8.2188
Si, 8.2606, 16.3804, 8.246
Si, 5.4792, 24.5968, 8.219
Si, 8.2089, 21.8457, 8.2298
Si, 5.4924, 30.0769, 8.2282
Si, 8.2071, 27.3276, 8.2379
Si, 10.9906, 2.7122, 8.213
Si, 13.719, 0.0033, 8.1883
Si, 10.9963, 8.1618, 8.2326
Si, 13.7086, 5.4408, 8.2152
Si, 10.9775, 13.6486, 8.248
Si, 13.6983, 10.9053, 8.2282
Si, 10.978, 19.0917, 8.2315
Si, 13.7165, 16.3573, 8.246
Si, 10.9578, 24.5733, 8.2496
Si, 13.7071, 21.8204, 8.2507
Si, 10.973, 30.0719, 8.2075
Si, 13.7053, 27.3273, 8.2205
Si, 1.3789, 4.0878, 9.5865
Si, 4.1309, 1.3551, 9.5832
Si, 1.3711, 9.5443, 9.6033
Si, 4.1049, 6.8115, 9.5849
Si, 1.3827, 15.0159, 9.5982
Si, 4.1147, 12.2889, 9.6055
Si, 1.3965, 20.49, 9.6012
Si, 4.1252, 17.7595, 9.5955
Si, 1.3992, 25.9707, 9.5868
Si, 4.1135, 23.2312, 9.5892
Si, 1.403, 31.4477, 9.571
Si, 4.1196, 28.7097, 9.5891
Si, 6.8638, 4.0809, 9.5837
Si, 9.5999, 1.3615, 9.5807
Si, 6.8516, 9.5527, 9.6056
Si, 9.5999, 6.8142, 9.5916
Si, 6.8694, 15.0334, 9.6113
Si, 9.5974, 12.2994, 9.6195
Si, 6.8435, 20.4879, 9.5982
Si, 9.6011, 17.7577, 9.6137
Si, 6.8389, 25.9625, 9.5969
Si, 9.5749, 23.215, 9.601
Si, 6.8632, 31.4383, 9.592
Si, 9.5908, 28.7096, 9.5776
Si, 12.3306, 4.0907, 9.5876
Si, 15.0696, 1.3734, 9.5642
Si, 12.3281, 9.5523, 9.6037
Si, 15.0426, 6.8181, 9.5996
Si, 12.3314, 15.0175, 9.6171
Si, 15.0494, 12.2836, 9.6006
Si, 12.3236, 20.4707, 9.6073
Si, 15.0661, 17.7471, 9.6069
Si, 12.3273, 25.9661, 9.5887
Si, 15.0659, 23.2213, 9.594
Si, 12.3391, 31.4489, 9.5657
Si, 15.0739, 28.7139, 9.5681
Si, 0.0233, 0.0039, 10.9374
Si, 2.7519, 2.7238, 10.9463
Si, 0.0071, 5.4522, 10.9565
Si, 2.7401, 8.1809, 10.9599
Si, 0.007, 10.919, 10.9687
Si, 2.7435, 13.6571, 10.9703
Si, 0.0198, 16.3839, 10.9759
Si, 2.7551, 19.1252, 10.9675
Si, 0.0229, 21.8591, 10.9656
Si, 2.7514, 24.6015, 10.9609
Si, 0.0233, 27.3411, 10.9474
Si, 2.7503, 30.0771, 10.9539
Si, 5.4889, 32.8003, 10.961
Si, 8.223, 2.721, 10.958
Si, 5.4809, 5.4503, 10.9468
Si, 8.2194, 8.1826, 10.9597
Si, 5.478, 10.9238, 10.9683
Si, 8.2207, 13.6657, 10.9788
Si, 5.4859, 16.3987, 10.9667
Si, 8.2164, 19.1296, 10.9642
Si, 5.4754, 21.864, 10.9589
Si, 8.2095, 24.5959, 10.9578
Si, 5.478, 27.3395, 10.9599
Si, 8.2249, 30.0707, 10.9558
Si, 10.9607, 32.8003, 10.9474
Si, 13.6919, 2.7235, 10.9477
Si, 10.9549, 5.4516, 10.9626
Si, 13.6798, 8.1866, 10.9718
Si, 10.955, 10.9212, 10.9724
Si, 13.6866, 13.6491, 10.9798
Si, 10.9586, 16.3913, 10.9785
Si, 13.6916, 19.1157, 10.9736
Si, 10.9498, 21.8522, 10.9607
Si, 13.6932, 24.5979, 10.9534
Si, 10.9537, 27.3397, 10.9457
Si, 13.6965, 30.0769, 10.9368
Si, 1.3735, 1.3721, 12.3163
Si, 4.1019, 4.0994, 12.3204
Si, 1.3589, 6.8289, 12.3232
Si, 4.0918, 9.5658, 12.3238
Si, 1.3614, 12.3003, 12.3328
Si, 4.1008, 15.0426, 12.3293
Si, 1.3742, 17.7706, 12.3359
Si, 4.1034, 20.5087, 12.3318
Si, 1.3755, 23.2427, 12.3295
Si, 4.1083, 25.9764, 12.3278
Si, 1.3782, 28.7136, 12.3221
Si, 4.1095, 31.4445, 12.3277
Si, 6.8419, 1.3713, 12.3323
Si, 9.5691, 4.1028, 12.3302
Si, 6.8295, 6.8316, 12.3215
Si, 9.5647, 9.5691, 12.331
Si, 6.8305, 12.3097, 12.3308
Si, 9.5708, 15.0452, 12.3422
Si, 6.8363, 17.7785, 12.3323
Si, 9.5705, 20.5046, 12.3321
Si, 6.8357, 23.2379, 12.3244
Si, 9.5776, 25.976, 12.3115
Si, 6.847, 28.7106, 12.3209
Si, 9.5836, 31.4456, 12.3225
Si, 12.3109, 1.372, 12.318
Si, 15.0325, 4.1009, 12.3235
Si, 12.2965, 6.8353, 12.3347
Si, 15.0302, 9.5665, 12.3359
Si, 12.3017, 12.3004, 12.3442
Si, 15.0377, 15.0328, 12.3439
Si, 12.3077, 17.7706, 12.3439
Si, 15.0449, 20.5038, 12.3325
Si, 12.3129, 23.237, 12.3172
Si, 15.0507, 25.9788, 12.3183
Si, 12.3186, 28.716, 12.3076
Si, 15.0498, 31.4507, 12.3095
Si, 16.3971, 2.7346, 13.6817
Si, 2.7337, 0.0099, 13.6898
Si, 16.3908, 8.195, 13.6921
Si, 2.722, 5.4652, 13.6851
Si, 16.3972, 13.665, 13.7079
Si, 2.7231, 10.9337, 13.6948
Si, 0.0031, 19.1414, 13.7028
Si, 2.7344, 16.4076, 13.7048
Si, 0.0038, 24.6103, 13.696
Si, 2.7368, 21.8782, 13.6998
Si, 0.0053, 30.0841, 13.684
Si, 2.7386, 27.3431, 13.6941
Si, 5.4613, 2.7394, 13.6977
Si, 8.209, 0.0043, 13.6965
Si, 5.4534, 8.2021, 13.6875
Si, 8.1899, 5.4723, 13.6969
Si, 5.46, 13.6792, 13.6977
Si, 8.1913, 10.9447, 13.6933
Si, 5.464, 19.1441, 13.6988
Si, 8.1954, 16.4165, 13.7014
Si, 5.4723, 24.6082, 13.6921
Si, 8.1983, 21.8747, 13.6928
Si, 5.4753, 30.0744, 13.6905
Si, 8.2118, 27.3413, 13.6839
Si, 10.9365, 2.7369, 13.6905
Si, 13.6733, 0.0046, 13.6824
Si, 10.9221, 8.2042, 13.7009
Si, 13.6605, 5.468, 13.6927
Si, 10.9274, 13.6756, 13.7037
Si, 13.6612, 10.9329, 13.7071
Si, 10.9307, 19.1428, 13.7032
Si, 13.6643, 16.404, 13.709
Si, 10.9397, 24.6078, 13.6783
Si, 13.6723, 21.8762, 13.6951
Si, 10.9483, 30.0753, 13.6853
Si, 13.6773, 27.349, 13.6818
Si, 1.3365, 4.1157, 15.0503
Si, 4.0774, 1.3876, 15.0676
Si, 1.3378, 9.5763, 15.054
Si, 4.0646, 6.8519, 15.052
Si, 1.3525, 15.048, 15.0662
Si, 4.0766, 12.3197, 15.0565
Si, 1.3594, 20.5222, 15.0684
Si, 4.0882, 17.7901, 15.0711
Si, 1.3671, 25.9807, 15.0644
Si, 4.1009, 23.2506, 15.064
Si, 1.3582, 31.4579, 15.0569
Si, 4.1058, 28.7115, 15.0596
Si, 6.8054, 4.1252, 15.0692
Si, 9.5622, 1.3854, 15.0649
Si, 6.8003, 9.5932, 15.0488
Si, 9.5361, 6.8572, 15.0685
Si, 6.8092, 15.0659, 15.0638
Si, 9.5381, 12.3284, 15.0642
Si, 6.8198, 20.5209, 15.0619
Si, 9.5438, 17.7949, 15.0719
Si, 6.8397, 25.9799, 15.0515
Si, 9.5614, 23.2536, 15.0494
Si, 6.8306, 31.4477, 15.0615
Si, 9.5754, 28.7108, 15.0519
Si, 12.2818, 4.1185, 15.061
Si, 15.0212, 1.3832, 15.0521
Si, 12.2743, 9.5831, 15.0697
Si, 15.0102, 6.845, 15.0609
Si, 12.2735, 15.0564, 15.0729
Si, 15.0141, 12.3105, 15.0743
Si, 12.2867, 20.5263, 15.0629
Si, 15.0187, 17.7893, 15.0668
Si, 12.2993, 25.9834, 15.0431
Si, 15.0306, 23.2498, 15.0672
Si, 12.303, 31.4509, 15.0552
Si, 15.0348, 28.7242, 15.0533

Results
total energy: -236506.426 eV
total energy less fixed offsets of O -438.35, Si -107.03 eV per atom: 1.274 eV

Forces (eV/angstrom), in the order of the atoms: element, x, y, z
Si, -0.0106, -0.0751, -0.0178
Si, 0.1191, -0.0774, -0.0325
Si, 0.0454, -0.0704, 0.3533
Si, 0.2202, 0.231, 0.3292
Si, -0.095, -0.0724, -0.1114
Si, -0.1678, -0.1217, 0.0401
Si, -0.1624, -0.1973, -0.0937
Si, -0.2165, 0.1318, -0.1066
Si, 0.0858, -0.0354, -0.1351
Si, -0.1563, 0.082, -0.0211
Si, -0.2707, -0.2157, -0.2783
Si, -0.1214, -0.1244, -0.1109
Si, 0.1064, 0.0227, -0.26
Si, -0.0907, 0.1994, 0.1643
Si, 0.1535, -0.2632, -0.2473
Si, -0.0792, 0.0983, -0.1122
Si, 0.1748, 0.1355, 0.1129
Si, -0.0597, 0.0472, 0.0917
Si, 0.1266, -0.0918, 0.0758
Si, -0.1101, -0.1257, 0.104
Si, -0.0131, 0.0966, -0.2008
Si, -0.0707, -0.1436, -0.0014
Si, -0.0529, -0.0498, 0.0205
Si, -0.0301, 0.176, 0.0343
Si, 0.4065, -0.2485, 0.0966
Si, -0.1488, -0.0654, -0.1589
Si, -0.1713, -0.1639, -0.0423
Si, -0.0224, 0.058, 0.5074
Si, 0.0073, 0.0559, 0.2486
Si, 0.1483, 0.0683, -0.0242
Si, -0.0778, 0.1277, -0.0508
Si, 0.0343, 0.0602, -0.1282
Si, 0.0345, -0.1774, 0.2209
Si, 0.1705, -0.0413, -0.16
Si, 0.064, -0.1103, 0.0631
Si, 0.151, -0.0747, -0.3968
Si, 0.0423, 0.0153, -0.1564
Si, 0.0355, 0.0692, -0.1783
Si, 0.1187, -0.0217, -0.2773
Si, 0.0695, -0.0165, -0.3843
Si, -0.0135, 0.0239, -0.2325
Si, 0.0224, -0.0278, -0.1964
Si, 0.0371, 0.1285, -0.0135
Si, 0.0005, -0.1955, -0.1237
Si, 0.0801, -0.0476, -0.1061
Si, 0.0037, -0.0342, -0.1965
Si, 0.1485, 0.1153, -0.0876
Si, -0.0537, 0.0585, -0.1358
Si, -0.151, 0.0236, -0.1067
Si, 0.1537, -0.1065, -0.1796
Si, -0.1251, -0.0274, -0.2257
Si, -0.032, 0.0893, -0.3364
Si, -0.058, -0.1059, -0.3062
Si, -0.1311, 0.1045, -0.2306
Si, 0.0746, 0.0151, -0.3746
Si, -0.106, -0.0369, -0.3341
Si, 0.1596, -0.021, -0.1701
Si, 0.0256, 0.0767, -0.2255
Si, 0.1722, -0.0529, -0.1715
Si, -0.0248, -0.038, -0.1605
Si, 0.2266, -0.1892, 0.0338
Si, 0.0447, 0.0681, -0.1274
Si, 0.0285, 0.0981, -0.267
Si, -0.0585, 0.0441, -0.3569
Si, -0.0154, -0.23, -0.2982
Si, 0.1703, 0.0295, -0.2312
Si, 0.0157, -0.0054, -0.1409
Si, -0.0071, 0.1056, 0.0172
Si, -0.1363, 0.0168, -0.4962
Si, 0.0116, 0.0144, -0.17
Si, -0.2549, -0.0958, -0.22
Si, 0.0076, 0.1786, -0.2369
Si, -0.0034, -0.1135, 0.0345
Si, 0.0828, 0.0467, 0.0643
Si, -0.1102, 0.121, -0.0296
Si, 0.0445, 0.0267, 0.0236
Si, -0.0626, 0.031, 0.1622
Si, -0.0038, 0.0115, 0.0545
Si, 0.032, -0.0473, -0.1917
Si, -0.0511, 0.0296, 0.0226
Si, 0.0063, 0.0387, 0.1358
Si, -0.0788, 0.1295, 0.0792
Si, 0.0152, -0.0551, 0.2289
Si, -0.0473, 0.0764, -0.0167
Si, -0.0338, 0.0333, -0.0383
Si, 0.0966, -0.0983, 0.0806
Si, -0.1108, 0.0008, 0.2425
Si, -0.0692, -0.0315, 0.159
Si, 0.0895, -0.0319, -0.1224
Si, -0.0577, 0.0485, 0.1275
Si, 0.0138, -0.017, -0.0783
Si, -0.0163, -0.018, 0.0569
Si, -0.0455, -0.0382, 0.0832
Si, -0.0293, 0.0861, -0.039
Si, -0.0178, -0.0267, 0.0061
Si, 0.0546, 0.0146, -0.1396
Si, 0.0626, -0.0967, -0.0832
Si, 0.0368, 0.1885, 0.0177
Si, 0.0129, -0.1121, 0.1096
Si, -0.0387, 0.0589, -0.1724
Si, 0.0092, 0.06, 0.0195
Si, 0.0084, -0.0414, -0.09
Si, 0.1372, 0.0053, 0.055
Si, 0.0515, -0.1282, 0.0255
Si, -0.023, 0.0517, 0.1198
Si, 0.0941, -0.1376, 0.1147
Si, -0.1504, -0.1212, 0.2419
Si, 0.05, 0.0008, 0.2988
Si, -0.0479, 0.0254, 0.0019
Si, -0.0115, -0.0658, -0.1203
Si, 0.0843, -0.0777, 0.024
Si, 0.0801, 0.019, -0.12
Si, -0.0317, -0.0599, -0.0344
Si, -0.0629, 0.0441, 0.0084
Si, 0.0217, 0.0394, -0.0535
Si, 0.0071, -0.084, 0.0527
Si, -0.0254, 0.0117, -0.0042
Si, 0.0223, -0.0219, -0.0609
Si, -0.0245, -0.0629, -0.017
Si, -0.0086, -0.0271, -0.0615
Si, 0.0416, -0.0305, -0.0496
Si, -0.0752, 0.0981, -0.0745
Si, -0.0397, -0.0302, -0.1032
Si, 0.0864, 0.0239, -0.074
Si, 0.102, 0.0206, -0.1282
Si, -0.0527, -0.1063, -0.0369
Si, 0.0239, 0.0516, 0.0363
Si, -0.0222, -0.0655, -0.0579
Si, -0.0607, -0.0033, 0.0361
Si, -0.0234, 0.0569, -0.037
Si, 0.0301, -0.0554, -0.0068
Si, 0.058, 0.1197, -0.0672
Si, -0.0598, -0.0339, -0.0317
Si, -0.1479, -0.0647, -0.1007
Si, 0.0706, 0.0124, -0.0885
Si, 0.049, 0.0168, -0.0051
Si, 0.0154, 0.0406, -0.0009
Si, 0.0235, 0.0629, -0.0942
Si, 0.0762, -0.0433, -0.0498
Si, -0.0548, 0.0657, -0.0723
Si, 0.1327, -0.0433, -0.0136
Si, -0.0236, -0.0048, -0.0746
Si, 0.0238, 0.0265, -0.1101
Si, 0.0413, -0.0546, -0.0519
Si, -0.0173, 0.0168, 0.0018
Si, -0.033, 0.049, -0.0022
Si, 0.0168, 0.0041, 0.0084
Si, -0.0069, 0.0346, 0.0075
Si, 0.0031, 0.0004, 0.0021
Si, -0.016, 0, 0.0023
Si, 0.0043, 0.0244, -0.0135
Si, -0.0017, 0.0008, -0.0003
Si, 0.0032, -0.0078, -0.0057
Si, 0.0014, 0.0063, -0.0034
Si, -0.0123, 0.008, -0.0048
Si, -0.0065, -0.0016, -0.016
Si, -0.0093, 0.018, -0.0057
Si, -0.0033, -0.0182, -0.0093
Si, -0.0028, 0.0206, 0.0097
Si, -0.0337, 0.0363, -0.0107
Si, 0.0001, 0.0031, 0.0099
Si, -0.036, 0.0127, -0.0079
Si, -0.0028, -0.0117, -0.0003
Si, -0.0072, 0.0343, -0.0048
Si, -0.0025, -0.0039, 0
Si, -0.0228, 0.0063, 0.0002
Si, 0.0136, -0.0027, -0.0003
Si, 0.0102, 0.0057, -0.0011
Si, -0.0002, 0.002, 0.005
Si, -0.0116, 0.0064, 0.005
Si, -0.0118, 0.0083, -0.0047
Si, -0.0088, -0.0014, 0.0026
Si, -0.0135, 0.0279, -0.0089
Si, -0.0049, 0.0325, -0.0078
Si, -0.0274, 0.0201, -0.0039
Si, -0.0097, -0.0022, -0.0062
Si, 0.0105, 0.005, 0.0071
Si, -0.0111, 0.0229, -0.0092
Si, 0.0097, -0.001, 0.0115
Si, -0.0192, 0.0003, 0.0074
Si, 0.0342, -0.0577, -0.0099
Si, 0.009, -0.0604, -0.0083
Si, -0.007, -0.0305, -0.0149
Si, -0.0022, -0.0274, -0.0069
Si, 0.001, 0.0206, -0.001
Si, 0.0205, 0.0153, 0.0071
Si, -0.0392, -0.0468, -0.0082
Si, -0.0057, 0.0018, 0.0099
Si, -0.005, 0.0044, 0.0134
Si, -0.0101, -0.0053, 0.0134
Si, 0.0189, 0.0119, -0.0042
Si, 0.0084, -0.0015, 0.0151
Si, 0.0308, 0.009, -0.0128
Si, -0.0033, -0.0206, 0.0026
Si, 0.0548, -0.0263, -0.0085
Si, 0.0055, -0.0313, 0.0073
Si, 0.0386, 0.0199, -0.0073
Si, 0.0482, -0.017, 0.0038
Si, 0.0266, 0.0003, 0.0095
Si, -0.0158, -0.0663, -0.0061
Si, 0.0098, 0.0257, -0.0052
Si, 0.0022, 0.0044, 0.0055
Si, -0.0432, 0.0177, -0.0015
Si, -0.0059, -0.0158, -0.0203
Si, -0.0139, 0.0127, -0.0229
Si, -0.0078, -0.0238, -0.0144
Si, 0.0066, 0.001, 0.0096
Si, 0.0029, 0.007, 0.0123
Si, -0.0153, -0.0395, 0.0119
Si, -0.0179, -0.0313, 0.0011
Si, 0.0516, 0, -0.0022
Si, -0.0035, -0.0135, 0.0104
Si, 0.0211, -0.0205, 0.0065
Si, 0.0122, 0.0035, -0.0066
Si, -0.0009, 0.0056, -0.0218
Si, 0.0351, 0.0269, -0.0117
Si, -0.0303, 0.0567, 0.0233
Si, -0.0382, 0.088, -0.0293
Si, 0.0036, 0.0019, -0.0005
Si, 0.0016, 0.0469, 0.0355
Si, 0.0001, 0.0096, -0.0115
Si, 0.0049, -0.0144, 0.0193
Si, 0.0439, 0.0028, 0.0213
Si, -0.0141, 0.021, -0.0151
Si, 0.0018, 0.0128, -0.0099
Si, -0.0076, -0.025, 0.0098
Si, 0.0259, -0.0104, 0.0079
Si, -0.0165, 0.0023, -0.0083
Si, -0.0003, 0.0122, -0.0131
Si, -0.0447, 0.0115, 0.0348
Si, -0.0063, 0.062, 0.0267
Si, -0.0677, 0.032, -0.0183
Si, 0.0151, -0.0198, 0.0094
Si, 0.0033, 0.0195, -0.0082
Si, -0.0309, -0.0234, 0.0212
Si, -0.019, 0.0052, 0.024
Si, 0.0079, -0.0217, -0.0365
Si, -0.0267, -0.0055, 0.0016
Si, 0.0372, -0.0321, -0.0088
Si, 0.0037, -0.0212, 0.0173
Si, 0.024, -0.0508, 0.03
Si, -0.0184, -0.0163, 0.0281
Si, -0.0175, 0.0199, -0.0254
Si, -0.0196, -0.017, -0.008
Si, -0.0197, 0.0436, -0.0003
Si, -0.016, 0.0148, -0.009
Si, -0.0177, 0.05, -0.036
Si, -0.0248, 0.0271, 0.0113
Si, 0.0273, 0.0517, 0.0285
Si, 0.0034, -0.0004, -0.0296
Si, -0.0366, 0.0124, 0.0123
Si, 0.0161, 0.0089, 0.0272
Si, -0.0173, -0.0956, 0.0324
Si, -0.0113, -0.0443, -0.0393
Si, 0.0017, 0.0267, 0.0082
Si, 0.0028, -0.0833, 0.0431
Si, -0.0132, -0.0056, 0.0301
Si, -0.0183, 0.0622, 0.0206
Si, -0.0134, -0.0328, 0.0013
Si, 0.0504, -0.0313, -0.0059
Si, 0.018, -0.0252, -0.0006
Si, 0.0047, 0.0654, 0.0483
Si, 0.0291, -0.0112, 0.0789
Si, -0.0136, 0.0508, 0.0114
Si, 0.0395, -0.0631, -0.0628
Si, 0.0106, 0.0322, -0.0456
Si, 0.024, -0.0603, 0.019
Si, 0.0026, 0.0304, -0.0023
Si, 0.0184, 0.0255, 0.047
Si, -0.0019, -0.0098, 0.0401
Si, 0.0558, -0.0075, 0.031
Si, -0.0122, 0.0665, 0.0685
Si, -0.0381, 0.046, 0.0373
Si, -0.0282, -0.0474, 0.1035
Si, 0.0056, 0.0192, 0.0108
Si, 0.0708, 0.0388, 0.0348
Si, 0.0201, 0.0348, 0.0639
Si, 0.02, -0.0532, 0.1082
Si, -0.0123, -0.0254, 0.0248
Si, -0.0104, 0.0186, 0.076
Si, -0.0029, -0.0316, 0.0374
Si, 0.0292, -0.0059, 0.0108
Si, 0.0374, -0.0799, 0.006
Si, -0.0438, -0.042, 0.0219
Si, -0.0262, -0.044, 0.0216
Si, -0.036, 0.0266, 0.0098
Si, 0.0091, 0.0112, 0.0116
Si, -0.0241, 0.0021, 0.0289
Si, -0.0193, 0.0725, 0.0807
Si, 0.0055, 0.0765, 0.0824
Si, -0.0367, -0.008, -0.0379
Si, -0.0592, 0.0949, -0.0208
Si, 0.0085, 0.0445, 0.0876
Si, 0.0647, -0.0118, 0.0971
Si, -0.0037, 0.0168, 0.0427
Si, -0.0738, 0.0207, 0.0769
Si, 0.0639, -0.0594, 0.0302
Si, 0.0063, -0.039, 0.0002
Si, -0.0047, 0.0395, 0.0581
Si, 0.0078, -0.0694, 0.0568
Si, 0.0062, 0.0968, 0.0666
Si, -0.0851, -0.0163, 0.0379
Si, -0.0216, 0.1049, 0.1135
Si, -0.0622, 0.0071, 0.0817
Si, 0.0187, -0.0193, -0.0018
Si, 0.0568, 0.0079, -0.0665
Si, -0.0469, 0.09, 0.0935
Si, -0.0624, -0.0466, 0.0987
Si, -0.0859, -0.0658, 0.0437
Si, 0.0948, 0.0117, 0.0227
Si, -0.0032, -0.1265, 0.023
Si, -0.0609, 0.0095, -0.0315
Si, 0.0306, -0.0669, 0.0169
Si, -0.1263, 0.0151, 0.0092
Si, 0.0403, -0.0378, 0.064
Si, 0.0364, -0.0208, 0.0708
Si, -0.0449, 0.0327, 0.0601
Si, -0.121, 0.0264, 0.0644
Si, 0.0917, -0.1055, -0.0329
Si, -0.0317, 0.1715, -0.0516
Si, -0.0264, 0.0148, 0.0488
Si, 0.0176, 0.0665, 0.0632
Si, -0.0035, 0.0144, 0.1237
Si, 0.043, 0.0595, 0.0497
Si, 0.1567, -0.0961, -0.0427
Si, -0.1637, -0.1697, -0.0635
Si, -0.0019, 0.0261, 0.1333
Si, 0.0249, -0.0222, 0.0674
Si, 0.0671, -0.0258, 0.0236
Si, -0.0868, 0.1026, -0.0375
Si, 0.2136, -0.025, -0.0856
Si, 0.0083, -0.1014, -0.0832
Si, 0.0621, -0.021, -0.1987
Si, 0.0378, 0.0073, -0.0872
Si, 0.0204, 0.0888, -0.2038
Si, -0.0019, 0.11, -0.0575
Si, -0.0608, 0.012, -0.2384
Si, 0.0385, -0.023, -0.1667
Si, -0.0375, 0.124, -0.0764
Si, -0.0911, 0.0215, -0.1418
Si, -0.0435, -0.0155, 0.0842
Si, 0.0453, 0.0416, 0.0298
Si, -0.0835, 0.1616, -0.2498
Si, -0.0401, -0.1157, 0.0507
Si, 0.0313, 0.0213, 0.154
Si, 0.0225, 0.0506, -0.1296
Si, 0.032, -0.098, -0.047
Si, 0.1699, 0.0829, 0.1788
Si, 0.0228, 0.0333, 0.0178
Si, -0.0772, -0.0242, 0.2076
Si, 0.0229, -0.0564, -0.1541
Si, 0.0016, 0.0004, -0.097
Si, 0.0824, 0.032, -0.1494
Si, 0.0216, -0.1293, 0.0279
Si, 0.0839, 0.1902, 0.0836
Si, -0.3138, -0.0192, -0.0446
Si, 0.0178, -0.0228, -0.0429
Si, -0.0558, -0.0602, -0.1467
Si, -0.0236, -0.1159, 0.0482
Si, -0.1041, 0.0256, 0.0332
Si, -0.035, 0.0706, 0.1192
Si, -0.0163, 0.0814, 0.3079
Si, 0.0305, 0.1737, 0.1734
Si, 0.081, -0.1114, 0.0248
Si, -0.0766, 0.0782, 0.4487
Si, -0.0925, 0.0675, 0.2588
Si, 0.0066, -0.0169, 0.3833
Si, 0.0331, -0.0943, 0.3055
Si, -0.1379, 0.0079, 0.1893
Si, 0.0862, 0.0993, 0.3382
Si, -0.0228, -0.0689, 0.2522
Si, 0.1131, 0.104, 0.2453
Si, -0.0841, -0.0359, 0.102
Si, -0.3363, -0.0553, 0.4715
Si, 0.0701, -0.0813, 0.1983
Si, 0.0889, 0.2798, 0.3395
Si, -0.0685, 0.0745, 0.211
Si, 0.056, -0.0828, 0.1586
Si, 0.0448, -0.0814, 0.1226
Si, -0.0338, -0.0969, 0.2284
Si, -0.0304, 0.1532, 0.1766
Si, 0.1524, 0.0076, 0.1193
Si, -0.1161, 0.1035, 0.3421
Si, -0.0687, -0.0729, 0.1889
Si, -0.0857, 0.2094, 0.4884
Si, 0.1688, -0.0775, 0.1291
Si, -0.1909, -0.0781, 0.3073
Si, -0.0445, 0.0747, 0.2718
Si, 0.0073, -0.0101, 0.1607
Si, 0.1309, 0.184, 0.5126
Si, -0.1395, -0.0816, 0.2768
Si, 0.0761, 0.037, 0.2227
Si, 0.0797, -0.058, 0.1658
Si, 0.179, -0.1979, 0.1637
Si, -0.0473, 0.0826, -0.0144
Si, -0.0163, 0.0101, 0.2617
Si, -0.332, -0.147, 0.0189
Si, -0.0905, -0.3228, -0.0563
Si, 0.0186, -0.1498, -0.2264
Si, 0.4593, -0.1275, -0.0415
Si, 0.101, -0.0418, -0.3935
Si, -0.0187, 0.0036, -0.2252
Si, 0.0086, -0.0429, 0.2441
Si, 0.1881, -0.1079, -0.0321
Si, -0.0009, 0.006, 0.418
Si, -0.2055, -0.022, 0.0421
Si, -0.0183, -0.0225, 0.0705
Si, -0.1167, 0.0537, 0.1025
Si, -0.0823, 0.1114, 0.3858
Si, 0.3199, -0.2283, -0.3062
Si, 0.1052, -0.0578, -0.0701
Si, 0.0133, -0.1332, -0.1939
Si, 0.1044, -0.2353, 0.1069
Si, 0.1459, 0.0487, 0.2787
Si, -0.1485, -0.0247, 0.3889
Si, 0.1346, -0.1928, -0.0386
Si, 0.0426, -0.0156, 0.0364
Si, -0.3821, 0.1576, -0.6058
Si, 0.3214, 0.1224, -0.1877
Si, -0.1152, 0.1446, 0.1623
Si, 0.1349, -0.1005, -0.4042
Si, 0.1291, -0.2486, 0.1422
Si, -0.0903, 0.0178, 0.1988
Si, -0.1668, -0.226, 0.0511
Si, -0.0762, 0.1088, -0.0289
Si, -0.057, -0.2465, -0.5653
Si, 0.0632, -0.1234, -0.1599
Si, 0.2306, 0.2105, -0.0195
Si, 0.3356, -0.0372, 0.1722
Si, -0.008, -0.013, 0.4285
Si, 0.1768, -0.0078, 0.0946
Si, 0.0688, 0.0348, -0.0257
Si, -0.1581, 0.0187, 0.295
Si, 0.0946, 0.151, 0.4201
Si, -0.043, -0.0536, -0.0613
Si, -0.0956, 0.1183, -0.011
Si, 0.0968, 0.0702, 0.1026
Si, -0.4225, 0.1367, 0.2399
Si, -0.0516, 0.0106, 0.1046
Si, -0.0343, -0.0811, 0.3218
Si, -0.203, 0.0241, 0.4422
Si, -0.0172, -0.0791, 0.3272
Si, -0.0054, -0.0539, 0.319
Si, 0.0153, -0.0649, 0.3846
Si, 0.0661, 0.0154, -0.0025
Si, 0.043, -0.0324, 0.1787
Si, -0.1557, -0.0026, 0.1343
Si, 0.0259, 0.0221, 0.09
Si, -0.3058, 0.049, 0.3297
Si, 0.1528, -0.0073, 0.19
Si, 0.2227, -0.1522, 0.4245
Si, -0.0797, -0.1016, 0.3205
Si, -0.0507, 0.0485, 0.2101
Si, 0.1403, 0.1467, 0.1326
Si, 0.1114, 0.1082, -0.0337
Si, 0.0579, -0.0205, 0.118
Si, -0.0766, 0.08, 0.3635
Si, -0.0805, 0.0065, -0.0281
Si, 0.064, -0.1202, 0.1136
Si, -0.1206, -0.1432, 0.0174
Si, 0.068, 0.1099, 0.1262
Si, -0.0949, -0.0349, 0.1938
Si, 0.0504, 0.0758, 0.4791
Si, 0.236, -0.0464, 0.3812
Si, 0.0037, 0.1608, 0.3753
Si, -0.0243, -0.0051, 0.2865
Si, -0.1482, -0.2298, 0.1613
Si, -0.1239, -0.2078, 0.143
Si, -0.0795, -0.075, 0.168
Si, -0.2281, 0.1157, 0.0798
Si, -0.0015, -0.0234, 0.0771
Si, -0.1165, 0.0345, 0.0057
Si, -0.0981, -0.0131, -0.3614
Si, -0.172, -0.1165, -0.4092
Si, 0.0686, -0.0336, 0.2816
Si, 0.09, 0.0756, 0.1399
Si, 0.0923, 0.1177, -0.1176
Si, 0.0452, -0.0342, 0.3977
Si, -0.0345, -0.0531, -0.3939
Si, 0.1627, 0.1154, 0.1985
Si, -0.0422, -0.0525, 0.5788
Si, -0.0007, 0.1059, -0.1141
Si, 0.0091, -0.0204, 0.4768
Si, 0.1397, -0.0659, -0.0852
Si, -0.1287, 0.1231, 0.0749
Si, 0.0378, -0.1156, 0.3958
Si, 0.0304, 0.0075, 0.2351
Si, -0.0229, 0.069, -0.0456
Si, 0.0422, -0.1665, 0.4138
Si, -0.0662, 0.0052, 0.0263
Si, -0.048, 0.1322, 0.0565
Si, 0.0352, 0.0164, 0.018
Si, -0.0025, 0.1367, 0.0499
Si, -0.023, -0.1673, 0.2164
Si, 0.0053, 0.2841, 0.2218
Si, 0.0801, -0.109, 0.2825
Si, -0.06, 0.1113, -0.1385
Si, -0.0188, -0.1397, 0.3018
Si, 0.0626, -0.0959, -0.2885
Si, 0.0377, -0.1161, -0.3627
Si, -0.2097, 0.2323, -0.3193
Si, -0.0454, 0.0957, -0.2237
Si, -0.0297, -0.1633, -0.3043
Si, 0.1335, 0.0199, 0.0065
Si, -0.0026, -0.0742, -0.2647
Si, 0.0013, -0.0118, -0.0455
Si, -0.1454, -0.1382, -0.3383
Si, -0.1301, -0.0788, -0.068
Si, -0.0343, 0.0634, 0.1011
Si, -0.0348, -0.1088, -0.2513
Si, 0.0004, -0.1879, 0.1632
Si, -0.1411, -0.1505, -0.2481
Si, -0.0018, -0.1613, -0.2175
Si, -0.1178, 0.013, 0.2345
Si, -0.0254, 0.037, -0.1943
Si, 0.0791, 0.156, -0.4122
Si, -0.0718, 0.1137, 0.438
Si, -0.1192, 0.0827, 0.0065
Si, 0.1369, -0.0263, -0.2226
Si, -0.0557, -0.0663, 0.1582
Si, -0.0221, -0.1241, 0.0539
Si, -0.023, 0.0496, -0.2205
Si, -0.0152, 0.0394, -0.0343
Si, 0.1528, -0.0409, -0.2523
Si, 0.0099, 0.1077, 0.0201
Si, 0.0433, 0.1809, 0.058
Si, -0.0701, -0.1517, -0.4012
Si, -0.0414, 0.158, -0.3249
Si, 0.0789, -0.0103, -0.3035
Si, 0.2237, -0.0582, 0.2294
Si, -0.062, -0.154, -0.4165
Si, 0.2383, 0.0473, -0.2611
Si, 0.1941, -0.0207, -0.2616
Si, -0.0969, 0.1633, -0.0184
Si, -0.1533, -0.0363, -0.4532
Si, -0.153, -0.1037, 0.0303
Si, -0.0246, -0.0443, -0.4965
Si, -0.1703, -0.024, -0.4295
Si, -0.0528, 0.0305, -0.0889
Si, -0.1612, 0.1887, -0.3434
Si, -0.1604, 0.0517, -0.2952
Si, 0.0878, -0.048, -0.1295
Si, -0.2184, 0.1234, -0.462
Si, 0.109, 0.0022, -0.0507
Si, 0.017, 0.0732, 0.1081
Si, 0.0858, 0.1712, -0.0109
Si, -0.1258, 0.1331, -0.12
Si, -0.0926, -0.0665, -0.3812
Si, 0.2123, 0.0821, -0.4249
Si, 0.0434, 0.0831, 0.2075
Si, 0.0925, -0.1116, -0.4199
Si, 0.0987, -0.1966, -0.4236
Si, 0.0411, -0.1921, -0.4654
Si, 0.1136, -0.1841, -0.2233
Si, 0.1498, 0.2065, -0.0124
Si, -0.2186, 0.0522, -0.3505
Si, 0.082, 0.3656, -0.3681
Si, -0.0437, 0.0398, -0.3231
Si, 0.0134, -0.0282, -0.2935
Si, 0.0015, -0.2184, -0.2978
Si, -0.0806, 0.026, -0.1527
Si, 0.025, -0.2447, -0.5453
O, 0.0362, 0.2356, 0.0451
O, -0.2342, -0.1121, 0.2181
O, 0.3493, 0.1204, 0.0335
O, 0.0964, 0.0422, 0.269
O, -0.0798, -0.2293, -0.0546
O, -0.1045, 0.2335, 0.218
O, -0.2979, -0.4385, -0.0782
O, -0.0297, 0.0433, 0.1909
O, 0.2082, 0.1715, 0.2031
O, -0.0742, -0.3745, 0.0297
O, -0.02, 0.5089, 0.4643
O, -0.0317, -0.2032, -0.0699
O, -0.0586, 0.3172, 0.1987
O, -0.1192, -0.121, -0.0736
O, -0.0676, -0.162, 0.3206
O, -0.0651, -0.0786, 0.0352
O, -0.128, 0.1006, 0.0878
O, 0.0021, 0.0084, 0.4377
O, 0.0156, 0.2459, 0.3897
O, -0.0898, -0.0484, 0.0636
O, -0.0785, 0.3637, 0.023
O, -0.1997, 0.1122, 0.2188
O, 0.1614, -0.1832, 0.4173
O, 0.2854, -0.0915, 0.209
O, 0.0917, -0.0523, 0.4472
O, 0.1444, 0.0922, 0.1376
O, -0.4642, 0.2583, 0.0847
O, -0.2287, -0.3589, 0.4879
O, 0.0547, -0.0784, 0.369
O, -0.1877, -0.3854, 0.0758
O, 0.268, 0.0962, 0.4063
O, 0.0236, 0.029, 0.1864
O, 0.0547, -0.2206, -0.0839
O, -0.0885, -0.1112, -0.2395
O, -0.0691, 0.1779, 0.2754
O, 0.0023, -0.3615, -0.0033
O, -0.128, 0.0605, 0.205
O, -0.1215, 0.077, 0.1703
O, 0.0233, 0.1863, 0.5083
O, -0.1537, 0.2569, -0.0541
O, -0.0947, 0.2734, 0.3705
O, 0.1013, -0.1768, 0.0808
O, 0.0639, 0.4502, 0.3392
O, 0.28, 0.1457, -0.0387
O, 0.1026, 0.0433, 0.2226
O, -0.0713, -0.085, 0.0256
O, 0.2161, -0.0738, 0.6626
O, -0.1043, 0.2213, 0.3079
O, -0.1959, 0.1634, -0.1226
O, -0.0906, -0.1304, 0.3715
O, 0.2373, 0.2314, 0.311
O, -0.1187, 0.1439, 0.4493
O, 0.1114, -0.1357, -0.1157
O, -0.0237, 0.2568, 0.5158
O, -0.1646, 0.077, -0.0194
O, -0.151, -0.1046, 0.094
O, 0.076, 0.0327, 0.3273
O, 0.4406, -0.3449, 0.0849
O, 0.1276, -0.156, 0.1993
O, 0.2147, 0.1457, -0.0296
O, -0.1063, -0.0942, 0.2317
O, -0.0375, -0.07, 0.3428
O, 0.063, -0.2306, -0.1504
O, -0.3063, 0.1277, 0.5063
O, -0.2777, 0.2056, 0.4295
O, 0.0158, -0.3033, 0.2128
O, -0.2599, -0.2104, 0.1573
O, -0.0711, 0.0019, 0.3595
O, -0.4091, 0.1756, 0.0668
O, 0.1181, -0.037, 0.3003
O, 0.0212, -0.0993, 0.2564
O, -0.1263, 0.0034, 0.5319
O, 0.132, -0.0032, -0.0989
O, -0.0946, 0.0981, -0.2184
O, -0.2487, 0.1485, 0.0308
O, 0.1359, -0.2488, 0.045
O, -0.1158, 0.1801, -0.0128
O, 0.0686, -0.171, -0.158
O, -0.2383, -0.3053, -0.246
O, -0.1135, 0.1888, -0.1071
O, -0.3902, -0.1545, -0.3762
O, 0.043, -0.2356, -0.1605
O, 0.2899, 0.123, -0.0267
O, 0.0317, 0.0951, -0.5437
O, -0.1297, -0.052, -0.1596
O, -0.1514, 0.0459, -0.2657
O, -0.0086, 0.0632, -0.5072
O, 0.0242, 0.0042, -0.0001
O, -0.1965, 0.4115, -0.244
O, 0.0239, -0.2178, -0.2641
O, -0.1826, 0.0457, -0.0327
O, 0.0363, 0.0073, -0.3939
O, -0.2096, 0.2338, -0.2701
O, 0.0087, 0.0751, -0.7245
O, 0.188, 0.0789, -0.2454
O, 0.3361, -0.3667, -0.4292
O, -0.1619, -0.1958, -0.0204
O, 0.0101, -0.059, -0.5638
O, -0.0811, -0.0414, 0.1219
O, 0.3135, 0.1489, 0.159
O, 0.1787, -0.1758, -0.1394
O, -0.2903, 0.2275, -0.2151
O, 0.1603, -0.2776, -0.1097
O, 0.0411, 0.2141, 0.1514
O, 0.0024, -0.261, -0.3393
O, 0.0037, -0.0538, -0.0552
O, -0.0983, 0.0358, -0.1786
O, -0.0032, 0.1574, -0.2859
O, -0.1062, 0.2362, -0.0684
O, 0.2296, -0.18, -0.4836
O, -0.1409, 0.3382, -0.2653
O, 0.2442, 0.3132, -0.0286
O, -0.0824, 0.0149, -0.2273
O, 0.0743, 0.1263, -0.0417
O, 0.2786, -0.1381, -0.0431
O, -0.0417, -0.0714, -0.1891
O, -0.2868, 0.4363, -0.1791
O, -0.1145, 0.011, -0.2985
O, -0.0503, 0.0791, -0.2732
O, 0.1872, 0.0323, 0.1533
O, 0.1001, -0.2005, -0.3286
O, 0.0425, 0.2401, 0.1323
O, -0.0499, 0.2435, -0.582
O, 0.0919, 0.0171, 0.141
O, 0.3055, -0.3008, -0.2414
O, 0.2932, -0.0868, -0.4754
O, 0.1816, 0.184, -0.4026
O, -0.0933, -0.0711, 0.099
O, -0.2294, -0.1372, -0.0761
O, 0.0601, -0.0995, 0.0909
O, 0.2236, -0.1944, -0.037
O, -0.1649, 0.273, 0.0451
O, 0.3401, -0.0265, 0.0273
O, 0.1342, -0.0409, -0.1663
O, -0.067, 0.3063, -0.229
O, -0.0386, -0.1624, -0.4666
O, -0.0319, 0.018, -0.3537
O, 0.0228, 0.1342, -0.4681
O, -0.0366, -0.1528, -0.3435
O, -0.0619, -0.438, -0.24
O, 0.1115, 0.1628, -0.1672
O, 0.2304, 0.2669, -0.1047
O, 0.0518, 0.3491, -0.3881
O, -0.0126, -0.2603, -0.0062
O, 0.0602, -0.1361, -0.3825
O, -0.1893, -0.1124, -0.1754
O, 0.2019, -0.1892, -0.1499
O, 0.0521, 0.0374, 0.4716
O, -0.0756, -0.1206, -0.0954
O, 0.3511, -0.1807, 0.2643
O, -0.0931, -0.1076, -0.2898
O, -0.0221, -0.0679, -0.3228
O, 0.0398, -0.0309, -0.209
O, 0.1968, -0.2108, -0.0305
O, 0.2592, 0.0411, -0.1304
O, 0.1292, 0.2661, 0.4775
O, 0.2768, -0.1162, -0.3144
O, 0.1733, -0.1434, -0.2668
O, 0.2111, 0.1207, -0.0212
O, 0.1108, 0.1929, 0.1768
O, -0.1688, -0.175, 0.0004
O, -0.2732, -0.1247, -0.2798
O, 0.2413, -0.1736, -0.2942
O, -0.2037, 0.0996, -0.3596
O, 0.127, 0.1743, 0.2934
O, -0.1807, 0.0457, 0.0921
O, -0.008, -0.1668, -0.1128
O, 0.1069, 0.0817, 0.1573
O, -0.0904, -0.0197, -0.1639
O, 0.1201, 0.0724, -0.2699
O, 0.0052, -0.047, -0.1001
O, -0.0794, -0.2027, -0.0596
O, -0.0235, 0.0539, -0.0962
O, 0.026, 0.1239, -0.2115
O, 0.0147, -0.2189, 0.326
O, 0.1413, -0.1262, -0.1464
O, -0.0493, -0.0757, 0.2118
O, 0.0441, -0.095, -0.2859
O, -0.021, 0.0261, -0.2218
O, -0.0719, 0.1678, -0.2076
O, -0.1551, -0.179, -0.0642
O, 0.0642, -0.0396, 0.0933
O, 0.0118, 0.1921, -0.2107
O, -0.147, 0.1151, -0.3069
O, -0.124, -0.0478, -0.1493
O, -0.2646, -0.0267, 0.1388
O, -0.0435, 0.0705, -0.205
O, -0.1716, -0.0284, 0.2489
O, -0.0659, -0.0631, -0.0213
O, -0.3652, 0.1677, -0.0099
O, -0.1505, -0.1925, -0.2134
O, 0.0691, -0.1175, -0.2329
O, -0.0103, 0.0814, -0.3725
O, 0.132, 0.1906, 0.0663
O, 0.0603, 0.3197, 0.1341
O, -0.1141, -0.0162, -0.125
O, 0.2623, -0.1055, -0.2167
O, 0.3038, 0.1971, 0.0103
O, 0.2878, 0.0886, -0.3593
O, 0.0117, -0.1305, -0.021
O, 0.1775, -0.2041, -0.0088
O, -0.0102, 0.2793, -0.1188
O, 0.0183, -0.2354, -0.1916
O, -0.0584, 0.0636, -0.1382
O, -0.2753, -0.0063, -0.1926
O, -0.2584, 0.2173, -0.0002
O, -0.0676, -0.3493, -0.0908
O, -0.0634, 0.1942, -0.1698
O, 0.1526, 0.0247, 0.03
O, 0.1812, -0.1854, -0.1504
O, -0.1759, -0.0895, 0.054
O, -0.0771, 0.2347, -0.1082
O, -0.009, 0.0893, 0.0091
O, -0.2916, 0.0518, 0.1704
O, -0.0337, 0.1134, 0.218
O, 0.2341, 0.3196, -0.0105
O, 0.2464, -0.0828, 0.3106
O, -0.1807, -0.1276, -0.3275
O, 0.2235, -0.1226, 0.296
O, 0.0281, 0.0032, 0.2028
O, 0.1106, -0.1718, -0.0006
O, 0.1004, 0.0816, -0.2522
O, 0.0486, 0.1471, 0.2267
O, 0.2324, -0.3267, 0.2016
O, -0.0228, 0.2164, 0.04
O, -0.2719, -0.1438, -0.0995
O, 0.1096, -0.3518, 0.0279
O, -0.0991, -0.1208, -0.1008
O, -0.2469, -0.2518, 0.2498
O, 0.3425, 0.056, -0.4346
O, 0.1228, -0.0381, 0.0222
O, 0.1898, -0.1845, -0.0054
O, -0.0915, -0.0982, -0.0549
O, 0.0977, -0.1516, 0.0115
O, 0.0857, -0.0918, 0.052
O, -0.1039, 0.1834, 0.3314
O, -0.2942, 0.2442, 0.035
O, 0.0899, 0.1354, -0.0066
O, 0.0917, -0.0249, -0.1501
O, -0.2524, -0.1413, 0.0588
O, 0.1011, 0.2338, 0.0452
O, -0.1566, -0.0176, 0.3135
O, 0.1837, -0.071, -0.153
O, -0.0405, -0.1426, -0.2595
O, -0.0705, 0.2613, 0.1542
O, -0.0507, 0.1246, -0.138
O, 0.3744, 0.2517, -0.027
O, 0.1979, -0.2851, 0.3048
O, 0.0637, -0.0105, 0.1992
O, -0.1058, 0.0206, -0.3023
O, -0.0647, -0.0165, 0.2371
O, -0.1839, -0.1643, -0.1552
O, 0.016, 0.1726, 0.148
O, 0.2155, -0.0161, 0.0276
O, 0.0907, -0.0765, 0.3003
O, -0.0765, 0.0561, -0.0337
O, 0.2087, -0.1804, -0.231
O, 0.0932, 0.3276, -0.1076
O, -0.0596, -0.0268, -0.0442
O, 0.0877, 0.2901, -0.3113
O, 0.0564, -0.2103, -0.2289
O, 0.0843, 0.0292, 0.0836
O, 0.1377, 0.0336, -0.1013
O, 0.0206, 0.3149, 0.0814
O, 0.03, 0.1251, 0.1659
O, 0.2101, -0.1254, -0.1349
O, 0.0932, 0.0082, 0.1456
O, -0.1264, -0.2433, -0.0921
O, 0.1971, -0.3577, 0.004
O, -0.092, -0.0694, -0.1146
O, -0.1493, -0.0499, 0.0913
O, -0.2284, -0.2551, 0.2504
O, -0.1367, 0.1068, -0.0702
O, 0.1999, -0.2324, -0.1812
O, 0.1225, -0.0919, 0.0057
O, -0.0411, 0.2002, 0.2965
O, -0.0939, 0.2824, -0.2617
O, 0.259, -0.3906, -0.2899
O, -0.2478, -0.0255, 0.1182
O, -0.0599, -0.0739, 0.2086
O, 0.2722, -0.2356, 0.3702
O, 0.0271, 0.3716, 0.3201
O, -0.171, 0.001, -0.3566
O, -0.222, 0.2407, -0.0096
O, -0.0809, 0.0341, 0.182
O, 0.1834, 0.4144, 0.5041
O, 0.3201, 0.2921, 0.0444
O, -0.0476, 0.0932, 0.0764
O, 0.0653, 0.0024, 0.2501
O, 0.2939, -0.0096, 0.5031
O, 0.2311, 0.0061, 0.3664
O, -0.0336, -0.0899, 0.1795
O, -0.2071, 0.121, 0.417
O, 0.1111, 0.0864, 0.1145
O, -0.1321, 0.039, 0.2191
O, 0.2172, 0.1388, 0.0555
O, 0.0207, -0.0351, 0.3171
O, -0.025, -0.2147, -0.0487
O, 0.011, 0.2544, -0.23
O, -0.1246, 0.0139, 0.0336
O, -0.1368, -0.0516, 0.0666
O, 0.191, -0.2519, 0.0956
O, -0.1502, -0.1285, 0.169
O, 0.0096, -0.2867, 0.2341
O, -0.2165, -0.1815, 0.3513
O, 0.2089, -0.3299, 0.1689
O, -0.1597, 0.096, -0.0787
O, 0.0618, -0.3707, 0.2825
O, -0.1503, -0.1421, -0.3293
O, 0.0233, 0.1034, 0.205
O, -0.024, 0.0132, -0.1752
O, 0.14, 0.0849, 0.182
O, -0.0263, -0.0607, 0.0076
O, -0.0653, -0.163, -0.0388
O, 0.0286, 0.3866, 0.2112
O, 0.2047, 0.1057, -0.174
O, 0.0344, -0.0639, 0.1023
O, -0.0774, 0.3201, 0.1244
O, 0.2371, 0.2588, -0.0814
O, 0.0463, 0.0212, 0.2871
O, -0.1995, -0.0563, 0.1003
O, 0.0629, 0.232, 0.5322
O, 0.1153, 0.1393, -0.3138
O, 0.026, -0.1489, -0.04
O, -0.243, -0.3938, 0.2781
O, 0.2642, 0.1955, -0.0184
O, -0.1573, -0.3002, 0.1536
O, 0.1222, -0.0616, -0.0701
O, -0.0917, 0.31, 0.1173
O, 0.0096, 0.0591, 0.0436
O, 0.1199, 0.266, 0.1135
O, 0.0631, -0.0787, 0.1266
Si, 0.032, 0.0203, -0.0423
Si, 0.0459, 0.0392, -0.1161
Si, -0.023, -0.0667, -0.114
Si, -0.0931, -0.0815, 0.03
Si, 0.0222, 0.0682, -0.0574
Si, -0.0176, 0.0187, 0.0491
Si, 0.0413, -0.002, 0.0044
Si, -0.016, 0.0035, -0.0479
Si, -0.0167, -0.048, -0.0196
Si, -0.0302, -0.0024, -0.058
Si, 0.024, -0.0084, -0.0316
Si, 0.0149, 0.0625, -0.036
Si, 0.0549, 0.0589, -0.0681
Si, -0.0214, -0.0139, -0.0188
Si, -0.0648, -0.0095, 0.0229
Si, 0.0303, 0.0633, 0.0627
Si, -0.016, -0.0251, -0.0042
Si, -0.0488, 0.0149, -0.0319
Si, 0.0396, 0.0862, 0.0031
Si, 0.0192, 0.034, -0.0981
Si, -0.0287, -0.0041, -0.08
Si, 0.0003, -0.0259, -0.0681
Si, 0.0256, -0.0064, -0.0608
Si, -0.0626, -0.0801, -0.0123
Si, 0.0546, -0.021, 0.0082
Si, 0.0655, 0.0124, -0.0495
Si, -0.0194, -0.0027, -0.0199
Si, -0.0204, 0.0526, -0.0586
Si, -0.0093, -0.0077, -0.0316
Si, 0.0119, -0.0362, -0.0495
Si, 0.0018, 0.024, -0.0764
Si, -0.0562, -0.0202, 0.0053
Si, 0.037, -0.0021, -0.0142
Si, 0.016, 0.0832, 0.0327
Si, -0.0889, -0.0598, 0.0081
Si, -0.0047, 0.0243, 0.0188
Si, -0.0149, -0.0342, 0.0334
Si, 0.0477, -0.0095, 0.0353
Si, 0.059, 0.061, -0.0029
Si, 0.0073, 0.0196, -0.0434
Si, 0.0482, -0.0249, -0.0062
Si, -0.0537, 0.0106, -0.0012
Si, -0.0325, 0.0116, -0.0311
Si, 0.0213, 0.0036, -0.0087
Si, 0.0144, -0.0071, -0.0188
Si, -0.0022, -0.0062, -0.0023
Si, -0.0355, -0.0225, 0.0081
Si, 0.0039, -0.0648, 0.0136
Si, 0.0077, -0.0269, -0.0116
Si, 0.0365, -0.0292, -0.0269
Si, 0.0006, 0.0084, -0.0079
Si, -0.0351, -0.0313, 0.0092
Si, 0.0058, -0.0081, -0.0093
Si, -0.0138, -0.0047, 0.0015
Si, 0.0473, -0.0972, 0.0179
Si, -0.01, 0.0089, 0.0047
Si, 0.0017, 0.0182, 0.0015
Si, 0.0363, 0.0252, -0.0031
Si, -0.0045, 0.0482, 0.0291
Si, 0.0059, -0.0003, -0.0261
Si, -0.0302, -0.0249, -0.0215
Si, -0.0274, -0.0029, 0.033
Si, 0.0029, 0.0007, 0.0041
Si, 0.0503, -0.0489, 0.0046
Si, 0.0265, -0.0134, 0.0253
Si, 0.0155, -0.024, -0.0253
Si, 0.0743, -0.0519, 0.0179
Si, 0.0147, 0.0179, -0.0206
Si, 0.0125, 0.0127, -0.0027
Si, 0.0107, -0.0445, 0.0162
Si, 0.0388, 0.0101, -0.0134
Si, -0.0466, -0.024, 0.0037
Si, 0.0047, 0.0072, -0.0187
Si, 0.0108, 0.0242, -0.0169
Si, -0.0041, 0.0135, -0.0008
Si, -0.0418, -0.0324, -0.0038
Si, 0.0119, 0.0233, -0.0046
Si, -0.0309, -0.0114, 0.0159
Si, 0.0096, 0.0265, 0.0167
Si, 0.0183, 0.0086, 0.0143
Si, -0.0261, 0.0272, 0.0088
Si, -0.0114, 0.0021, 0.0047
Si, 0.0167, 0.0176, -0.0078
Si, 0.0058, 0.0161, -0.0046
Si, -0.0178, 0.0196, 0.0062
Si, -0.0242, -0.0045, 0.0144
Si, -0.0244, -0.0102, 0.006
Si, -0.0054, 0.0384, 0.011
Si, 0.0201, 0.0162, -0.0039
Si, -0.039, -0.02, 0.0008
Si, -0.0105, 0.0196, -0.0129
Si, 0.0117, 0.0644, -0.0041
Si, -0.0024, -0.0142, -0.0014
Si, 0.0164, 0.0108, -0.0077
Si, 0.0155, -0.0102, 0.0145
Si, -0.0097, -0.0249, 0.0033
Si, -0.0141, 0.0248, 0.0161
Si, 0.0199, 0.0078, -0.0065
Si, 0.002, 0.0479, -0.0022
Si, 0.0083, 0.0249, 0.0002
Si, -0.0334, -0.0268, -0.0119
Si, -0.0073, 0.0336, -0.0194
Si, -0.0213, 0.0126, -0.0101
Si, -0.0515, 0.0052, 0.009
Si, -0.0079, 0.0062, 0.0125
Si, -0.0429, -0.016, 0.023
Si, 0.0137, 0.0052, 0
Si, -0.0056, -0.0014, 0.0064
Si, 0.0191, 0.0035, 0.0043
Si, 0.0323, -0.0291, -0.0027
Si, 0.045, -0.0251, 0.0105
Si, 0.0218, 0.0156, 0.0002
Si, 0.004, -0.0079, -0.0031
Si, -0.0011, -0.0037, 0.0022
Si, -0.0024, -0.0138, 0.0026
Si, -0.0152, -0.0053, 0.0002
Si, 0.0118, -0.0272, 0.011
Si, -0.0009, 0.0019, -0.0018
Si, -0.0155, -0.0209, 0.0048
Si, -0.0074, 0.0097, -0.0012
Si, 0.001, -0.0153, 0.0011
Si, 0.0029, -0.0136, -0.0073
Si, 0.012, 0.0102, 0.0087
Si, -0.0002, -0.0139, -0.0046
Si, -0.0073, -0.021, -0.0028
Si, -0.0002, 0.0046, 0.0062
Si, 0.0124, -0.0018, 0.0068
Si, 0.0112, -0.0389, 0.0103
Si, 0.0149, 0.0041, 0.0075
Si, 0.0239, -0.0042, 0.0039
Si, 0.0209, -0.0271, 0.0015
Si, -0.008, -0.0004, -0.0027
Si, -0.0032, -0.0147, -0.0021
Si, -0.0065, -0.0148, -0.0042
Si, 0.0115, -0.0311, -0.0007
Si, -0.0056, 0.0055, -0.0028
Si, 0.0418, -0.0194, 0.0043
Si, 0.0254, -0.029, -0.0042
Si, 0.026, 0.0056, 0.0064
Si, 0.001, -0.0095, -0.0102
Si, -0.0038, 0.0039, 0.0102
Si, 0.0123, 0.0035, -0.0029
Si, -0.0112, -0.0152, 0.0011
Si, -0.012, -0.0131, 0.0017
Si, 0.0062, 0.0101, -0.0041
Si, -0.0125, 0.0088, -0.0011
Si, -0.0029, 0.0067, -0.0033
Si, -0.0258, 0.0109, 0.0009
Si, -0.002, 0.019, -0.0029
Si, -0.0026, 0.0129, 0.0023
Si, -0.0039, 0.0119, 0.0008
Si, 0.0098, 0.0293, 0.0024
Si, -0.0131, 0.0029, 0.004
Si, -0.0053, 0.0157, 0.0016
Si, -0.005, 0.0028, -0.0037
Si, -0.0029, -0.0068, 0.0015
Si, -0.0142, 0.0067, 0.0038
Si, -0.0072, 0.0168, -0.0001
Si, -0.0072, 0.0071, 0.0026
Si, -0.0271, 0.0051, 0.0042
Si, -0.0132, -0.0004, 0.0016
Si, -0.0132, 0.0062, -0.0008
Si, 0.0092, 0.0152, 0.0007
Si, 0.0023, 0.0177, -0.0043
Si, 0.0031, 0.0047, -0.0045
Si, -0.0037, 0.0054, 0.0041
Si, 0.0021, -0.0018, 0.0013
Si, -0.0065, 0.0104, 0.0075
Si, -0.0077, 0.0067, -0.0005
Si, -0.0033, 0.02, -0.0056
Si, -0.0001, 0.0272, 0.0008
Si, 0.0059, 0.0306, 0.0066
Si, -0.0177, 0.0074, -0.0007
Si, -0.0353, 0.0027, -0.0027
Si, -0.0152, 0.0224, -0.0045
Si, -0.0231, 0.0025, 0.006
Si, -0.0204, -0.0034, 0.0094
Si, -0.0144, 0.0046, 0.0053
Si, 0.0108, -0.0014, 0.0055
Si, 0.0058, 0.0095, -0.0032
Si, 0.0112, -0.0106, -0.008
Si, 0.0137, -0.0112, -0.0053
Si, 0.0187, -0.0094, 0.0025
Si, 0.0176, -0.0098, 0.0049
Si, 0.0087, -0.0179, 0.0002
Si, 0.0007, -0.0115, 0.0007
Si, -0.0007, -0.0121, -0.0007
Si, -0.0093, -0.0199, 0.0043
Si, -0.0012, -0.0036, 0.0039
Si, 0.0023, -0.0072, 0.0007
Si, 0.0019, 0.0068, 0.0004
Si, 0.0175, -0.0137, -0.0038
Si, 0.0027, -0.0156, -0.0006
Si, -0.0016, -0.0154, -0.0038
Si, 0.0134, -0.002, -0.001
Si, 0.0129, -0.0028, -0.0031
Si, 0.0178, -0.0002, 0.0039
Si, 0.0123, -0.0148, 0.0015
Si, 0.0015, -0.0111, 0.0012
Si, 0.0154, -0.0022, 0.005
Si, 0.0066, -0.0097, 0.0019
Si, -0.0042, -0.0022, 0.0027
Si, 0.013, -0.0114, -0.002
Si, 0.0002, -0.0174, 0.0014
Si, -0.0005, -0.0158, -0.0046
Si, 0.0023, -0.0144, -0.003
Si, -0.0052, -0.0101, -0.004
Si, -0.0011, -0.0223, 0.0004
Si, 0.0272, -0.0133, 0.0015
Si, 0.0102, -0.0162, -0.0027
Si, 0.0184, -0.0243, 0.003
Si, 0.005, -0.0013, 0.0018
Si, 0.0131, 0.0063, -0.0002
Si, 0.0046, -0.0033, 0.0041
Si, -0.0042, -0.0042, -0.0004
Si, 0, -0.0092, -0.0029
Si, -0.0007, 0.0157, 0.0013
Si, -0.0166, 0.0067, -0.0004
Si, 0.0047, 0.0208, 0.0004
Si, -0.0115, 0.0134, 0.0024
Si, -0.0028, 0.014, -0.002
Si, -0.013, 0.0126, 0.0025
Si, -0.0055, 0.0042, -0.0018
Si, 0.0014, 0.0074, -0.0017
Si, -0.0027, 0.0111, 0.0006
Si, -0.0033, 0.0066, -0.0015
Si, -0.0127, -0.0044, 0.0002
Si, 0.0022, -0.0025, -0.0009
Si, -0.0047, 0.0132, 0.0023
Si, 0.0012, 0.0076, 0.0001
Si, -0.0098, 0.0185, 0.0014
Si, -0.0137, 0.0104, -0.0006
Si, -0.0111, 0.0044, 0.0011
Si, -0.0308, 0.0122, -0.003
Si, 0.0089, 0.0247, -0.0023
Si, -0.0108, 0.008, 0.0004
Si, 0.0017, 0.0095, 0.0014
Si, -0.0025, 0.0086, 0.0061
Si, -0.0058, 0.0096, -0.0018
Si, -0.0089, 0.0068, 0.0064
Si, -0.0068, 0.0103, -0.0069
Si, -0.006, 0.016, 0.0001
Si, -0.0084, 0.0131, 0.004
Si, -0.0058, 0.0152, 0.0029
Si, -0.021, 0.015, -0.0038
Si, -0.0099, 0.0099, 0.0029
Si, -0.0139, 0.004, 0.0035
Si, -0.0148, 0.0219, -0.0023
Si, 0.0035, 0.0008, 0.0013
Si, -0.0087, -0.0029, 0.001
Si, 0.0065, 0.005, 0.0017
Si, -0.0164, 0.007, -0.0021
Si, 0.011, -0.0289, -0.0101
Si, 0.0175, -0.0198, -0.0063
Si, -0.0028, -0.0213, 0
Si, 0.0146, -0.0182, 0.0004
Si, -0.006, -0.0133, -0.003
Si, 0.0134, 0.0015, 0.0037
Si, -0.0036, -0.0075, 0.0069
Si, -0.007, -0.0128, 0.0063
Si, -0.0013, -0.0032, 0.0011
Si, -0.0007, 0, 0.004
Si, 0.0302, 0.008, -0.0058
Si, 0.0015, 0.0015, -0.0001
Si, 0.014, -0.0141, -0.0063
Si, 0.0026, 0.0017, -0.0111
Si, 0.037, -0.0065, -0.0059
Si, 0.001, -0.0162, -0.0016
Si, 0.031, -0.0005, 0.0027
Si, 0.0305, -0.007, 0.0034
Si, -0.0108, -0.0338, 0.0032
Si, 0.0218, -0.0102, 0.0043
Si, 0.0014, -0.0067, -0.0021
Si, 0.0033, -0.0018, 0.0073
Si, -0.0102, -0.0207, -0.0032
Si, -0.0091, -0.0017, -0.0044
Si, -0.0045, -0.0202, -0.0022
Si, 0.0041, -0.0175, -0.0099
Si, 0.0041, -0.0114, 0.0041
Si, -0.0042, -0.0087, 0.0033
Si, 0.0136, -0.0272, 0.0031
Si, -0.0017, -0.0117, 0.0026
Si, 0.0224, -0.0004, -0.0044
Si, -0.0011, -0.0269, -0.0027
Si, 0.0142, 0.0014, -0.0022
Si, -0.0004, -0.0027, 0.0042
Si, -0.0055, -0.0108, -0.0089
Si, 0.0262, 0.0121, -0.0037
